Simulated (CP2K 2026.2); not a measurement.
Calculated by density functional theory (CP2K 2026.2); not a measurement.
Periodic cell of 1978 atoms, Si1440O538, from a study of silicon, its oxide and their interface. The atomic structure is a simulated model.
Doubt: the forces sum to 4.04 eV/angstrom along one axis rather than to zero, so they err by at least 0.0020 eV/angstrom per atom on average; the grid cutoff is modest.

Settings
functional: PBE
method: Gaussian and plane waves
basis set: DZVP-MOLOPT-SR-GTH
pseudopotentials: GTH-PBE
grid cutoff: 300 Ry, relative cutoff 40 Ry
k points: Gamma only
occupations: fixed
spin: none
net charge: 0

Cell vectors (angstrom)
a	65.28	0	0
b	0	16.32	0
c	-0.5593	-0.3014	33.2864

Atoms and the computed forces on them: element, x, y, z (angstrom), force x, y, z (eV/angstrom)
Si	1.378	-1.804	1.632	-0.104	0.044	0.649
Si	4.596	0.811	1.762	-0.008	-0.039	-0.011
Si	1.241	4.032	1.262	0.027	0.019	-0.161
Si	4.321	6.172	1.561	0.04	0.013	-0.036
Si	1.163	-6.768	1.558	-0.025	0.023	0.632
Si	3.649	-3.89	1.668	0.127	0.001	0.667
Si	6.248	-0.91	1.673	-0.093	0.078	0.525
Si	9.736	0.358	1.105	0.12	-0.506	0.501
Si	6.052	4.297	1.52	-0.11	0.397	0.473
Si	9.103	7.092	1.187	0.05	-0.184	0.737
Si	6.819	9.242	1.396	-0.429	0.412	0.194
Si	9.714	11.691	1.666	-0.01	0.052	-0.091
Si	11.675	-1.157	1.305	-0.199	0.234	0.449
Si	14.671	1.658	1.11	0.109	-0.141	0.703
Si	12.561	4.038	1.054	-0.191	0.092	0.649
Si	15.465	6.483	1.335	-0.13	0.196	0.797
Si	11.469	10.106	1.511	-0.093	0.058	0.542
Si	15.378	-3.648	0.998	0.259	0.171	0.553
Si	18.038	-1.549	1.347	-0.062	0.193	0.662
Si	20.899	1.023	1.42	0.223	-0.234	0.528
Si	17.682	4.291	1.422	0.058	-0.202	0.638
Si	19.987	7.492	1.425	-0.091	0.121	0.585
Si	18.268	9.204	1.512	0.068	-0.183	0.532
Si	20.119	12.455	1.443	0.152	-0.025	0.696
Si	22.578	-0.815	1.413	-0.185	0.227	0.644
Si	25.321	1.888	1.616	-0.067	0.158	0.663
Si	23.642	3.624	1.552	0.172	0.019	0.765
Si	25.147	7.252	0.868	0.024	0.367	0.46
Si	23.568	9.222	1.34	0.347	-0.217	0.459
Si	26.739	-2.868	0.42	0.016	-0.279	0.641
Si	28.959	-1.041	0.57	0.073	0.182	0.598
Si	30.784	1.847	1.304	-0.007	0.015	0.004
Si	28.795	3.293	0.858	0.269	0.199	0.447
Si	29.372	5.636	0.711	0.089	-0.423	0.66
Si	27.33	8.112	0.767	-0.376	0.197	0.538
Si	30.821	11.235	1.742	-0.1	0.373	0.609
Si	-30.906	-2.188	0.547	-0.008	-0.026	0.144
Si	36.06	1.911	1.29	-0.161	0.183	0.614
Si	34.487	3.801	1.267	0.051	-0.237	0.393
Si	37.056	6.414	1.67	0.31	-0.257	0.468
Si	33.348	9.261	1.609	0.36	-0.336	0.601
Si	36.28	11.827	1.181	-0.417	-0.272	0.388
Si	40.115	-1.913	1.352	0.326	-0.262	0.618
Si	42.875	0.815	1.399	0.084	-0.181	0.72
Si	38.671	4.616	1.29	-0.056	0.078	0.022
Si	-23.23	7.455	0.947	0.433	0.16	0.507
Si	39.649	9.499	1.399	-0.189	0.05	0.737
Si	-23.381	12.623	1.384	-0.204	0.24	0.431
Si	-20.735	-0.935	1.437	-0.181	0.164	0.571
Si	-18.04	1.793	1.534	-0.208	0.204	0.425
Si	-19.652	3.598	1.508	0.003	-0.074	0.045
Si	-18.062	7.016	1.511	0.328	-0.139	0.704
Si	-20.181	9.341	1.51	-0.068	0.17	0.64
Si	-17.285	12.038	1.543	-0.192	0.023	0.683
Si	-14.78	-1.776	1.458	-0.157	0.322	0.703
Si	-12.62	1.252	1.023	-0.259	-0.319	0.506
Si	-14.918	3.437	1.107	-0.375	-0.271	0.454
Si	-11.93	6.531	1.669	-0.179	0.327	0.479
Si	-15.118	9.797	1.461	0.177	-0.11	0.681
Si	-12.293	12.636	1.503	0.13	-0.269	0.71
Si	-8.781	-1.896	1.492	0.1	-0.247	0.553
Si	-6.244	0.994	1.408	-0.052	0.119	0.591
Si	-9.264	5.043	0.962	-0.028	-0.053	-0.06
Si	-5.917	-8.04	0.351	-0.164	0.013	-0.145
Si	-8.617	-6.662	1.033	0.245	0.23	0.409
Si	-7.003	-3.676	1.766	-0.203	0.338	0.386
Si	-4.042	-1.17	1.641	-0.082	-0.038	0.569
Si	-1.689	1.726	1.567	-0.231	0.342	0.572
Si	-3.398	3.485	1.251	0.097	-0.033	0.063
Si	-1.589	7.071	1.595	0.094	-0.284	0.636
Si	-3.165	-7.553	-0.356	0.02	0.068	0.151
Si	-2.76	-3.612	0.266	-0.068	0.136	0.171
Si	2.679	-0.147	2.83	-0.044	0.004	0.007
Si	5.347	2.644	3.059	-0.121	0.072	0.113
Si	2.634	5.225	2.829	0.023	-0.031	0.01
Si	5.328	7.988	2.73	0.006	0.04	-0.011
Si	2.534	-5.452	2.954	-0.017	-0.016	-0.062
Si	5.291	-2.697	2.846	0.032	-0.045	-0.028
Si	8.117	-0.073	2.817	0.043	0.019	0.003
Si	10.942	2.836	2.372	0.264	0.264	0.409
Si	7.966	5.416	2.484	-0.012	0.007	-0.078
Si	10.677	8.172	2.606	0.026	-0.013	-0.01
Si	8.01	10.696	2.889	-0.069	-0.052	-0.039
Si	10.746	-2.79	2.746	0.031	-0.013	0.084
Si	13.454	0.034	2.438	0.035	0.007	-0.012
Si	16.308	2.714	2.547	-0.017	0.007	-0.014
Si	13.7	5.477	2.54	-0.021	-0.02	-0.042
Si	16.441	8.184	2.634	0.026	-0.004	-0.048
Si	13.385	10.86	2.687	-0.26	-0.29	0.431
Si	16.459	-2.604	2.728	-0.003	0.019	-0.06
Si	19.162	0.026	2.661	0.064	0.018	-0.046
Si	21.851	2.711	2.756	-0.027	-0.001	-0.061
Si	19.133	5.616	2.679	0.04	0.006	0.003
Si	21.832	8.29	2.716	-0.007	0.068	0.067
Si	19.057	10.934	2.856	-0.002	-0.004	0.005
Si	21.715	-2.639	2.684	0.013	0.029	-0.081
Si	24.361	0.045	2.706	-0.043	-0.029	-0.052
Si	27.206	2.85	2.653	0.042	-0.003	-0.014
Si	24.507	5.61	2.571	-0.019	0.032	-0.029
Si	27.787	8.764	2.96	-0.041	-0.034	-0.032
Si	24.707	11.022	2.74	-0.017	0.018	-0.026
Si	26.471	-3.49	2.669	0.024	-0.067	-0.012
Si	29.691	0.143	2.546	-0.019	-0.081	-0.037
Si	32.61	2.844	2.459	-0.015	-0.061	0.038
Si	30.436	6.048	2.799	-0.004	0.044	-0.036
Si	32.252	7.698	2.991	-0.051	-0.021	-0.105
Si	29.468	10.365	3.323	-0.034	-0.041	-0.05
Si	32.356	12.924	2.359	-0.178	-0.614	0.387
Si	35.253	0.062	2.541	0.415	0.334	0.305
Si	37.911	2.744	2.505	-0.006	-0.052	-0.021
Si	35.348	5.348	2.827	-0.061	-0.014	-0.063
Si	38.158	8.176	2.729	0.048	0.036	-0.001
Si	35.073	10.546	2.71	-0.006	-0.085	-0.041
Si	38.347	-2.822	2.668	0.167	0.46	0.237
Si	40.982	-0.075	2.574	0.026	0.014	-0.072
Si	-21.576	2.672	2.594	-0.05	0.033	-0.069
Si	-24.664	5.304	2.515	-0.357	-0.217	0.437
Si	-21.777	8.158	2.691	-0.014	-0.01	-0.094
Si	-24.428	10.978	2.747	0.051	0.005	-0.046
Si	-21.732	-2.658	2.698	-0.009	-0.021	-0.066
Si	-19.013	0.016	2.708	0.012	-0.084	-0.066
Si	-16.296	2.648	2.823	0.041	0.039	0.005
Si	-18.99	5.382	2.94	-0.044	0.099	-0.013
Si	-16.323	8.169	2.662	-0.053	0.023	-0.057
Si	-18.98	10.927	2.708	0.006	-0.001	-0.044
Si	-16.194	-2.823	2.966	0.008	-0.019	-0.066
Si	-13.621	-0.071	2.659	-0.009	-0.023	-0.084
Si	-10.244	2.537	2.309	0.401	-0.185	0.351
Si	-13.668	5.56	2.803	0.302	0.148	0.397
Si	-10.711	8.138	2.796	-0.309	-0.058	0.426
Si	-13.466	10.945	2.723	-0.016	-0.028	-0.059
Si	-10.657	-2.654	2.801	0.021	0.026	-0.008
Si	-7.821	-0.149	2.75	-0.027	-0.048	-0.063
Si	-5.185	2.68	2.679	0.016	0.008	-0.051
Si	-7.562	5.996	3.191	0.134	0.024	0.535
Si	-5.863	7.706	3.327	-0.149	-0.283	0.613
Si	-7.99	-5.422	2.932	0.017	-0.006	0.031
Si	-5.288	-2.644	2.97	0.004	-0.047	-0.045
Si	-2.624	0.085	2.962	0.022	-0.031	-0.03
Si	-0.006	2.759	2.799	-0.037	-0.058	0.007
Si	-2.681	5.317	2.7	0.007	-0.017	-0.038
Si	-0.077	8.196	2.963	-0.004	-0.018	-0.002
Si	-2.087	-4.651	3.04	0.309	-0.076	0.501
Si	-0.213	-2.976	3.057	-0.012	-0.042	-0.015
Si	1.371	1.344	4.125	-0.02	-0.006	-0.008
Si	3.926	3.955	4.332	-0.02	0.048	0.031
Si	1.357	6.752	4.161	-0.021	-0.05	-0.021
Si	4.022	9.448	4.104	0.049	0.017	0.018
Si	1.318	-4.1	4.414	0.004	0.029	0
Si	4.055	-1.357	4.308	0.002	0.021	-0.018
Si	6.923	1.405	4.229	0.048	-0.009	-0.005
Si	9.475	4.092	3.815	0.009	-0.002	-0.028
Si	6.759	6.722	4.089	-0.025	0.029	0.043
Si	9.435	9.406	4.205	0.022	0.052	-0.002
Si	6.698	12.205	4.121	0.012	0.027	0.022
Si	9.413	-1.468	4.161	0.031	0.029	0.018
Si	12.162	1.396	3.893	0.009	0.057	-0.021
Si	14.967	4.074	3.975	0.009	0.002	0.001
Si	12.22	6.828	3.854	-0.025	-0.021	-0.001
Si	14.903	9.495	3.924	0.008	0.05	-0.019
Si	12.206	12.294	4.125	-0.003	-0.02	-0.043
Si	14.895	-1.271	3.888	-0.022	0.022	-0.012
Si	17.668	1.364	3.926	-0.011	-0.016	0.033
Si	20.432	4.139	3.985	-0.024	-0.027	0.02
Si	17.713	6.846	4.102	0.004	0.026	0.004
Si	20.484	9.608	4.145	-0.008	-0.035	-0.019
Si	17.618	12.245	4.135	0.013	0.021	-0.011
Si	20.372	-1.36	4.13	0.016	0.012	0.008
Si	23.116	1.372	4.197	0.002	-0.001	-0.005
Si	25.92	4.303	3.98	-0.002	-0.003	-0.041
Si	23.072	6.787	4.032	0.031	-0.007	-0.047
Si	25.876	9.555	4.144	0.06	0.012	0.023
Si	23.101	12.254	4.002	-0.023	-0.021	-0.02
Si	25.712	-1.509	3.903	0.042	-0.016	-0.039
Si	28.37	1.368	4.019	-0.046	0.028	-0.047
Si	31.315	4.159	3.954	-0.028	0.013	-0.005
Si	28.695	6.937	4.145	-0.012	-0.015	-0.028
Si	31.242	9.326	4.407	0.051	-0.061	0.108
Si	28.292	12.177	4.141	-0.051	0.104	-0.047
Si	31.003	-1.169	3.971	-0.316	0.272	0.42
Si	33.832	1.353	3.928	0.064	0.021	-0.034
Si	36.705	3.976	4.127	0.047	-0.011	-0.012
Si	33.955	6.66	4.183	0.015	0.06	0.053
Si	36.677	9.442	4.032	0.044	0.033	-0.03
Si	33.882	12.09	3.988	-0.055	-0.02	0.001
Si	36.741	-1.381	3.787	-0.039	-0.065	-0.011
Si	39.428	1.324	3.764	-0.015	0.003	0.003
Si	-23.159	3.987	3.854	0.013	0.018	-0.055
Si	-25.753	6.799	4.049	0.028	-0.068	-0.105
Si	-23.07	9.56	4.053	-0.041	-0.01	0.03
Si	-25.758	12.228	4.215	-0.014	0.014	-0.045
Si	-23.06	-1.347	4.127	-0.006	0.025	-0.024
Si	-20.311	1.382	4.13	-0.023	0.04	-0.042
Si	-17.502	4.135	4.212	0.022	-0.029	-0.047
Si	-20.519	6.714	4.095	0.036	0.031	0.028
Si	-17.669	9.512	4.08	0.026	-0.016	0.02
Si	-20.359	12.28	4.029	-0.02	-0.011	0.008
Si	-17.639	-1.356	4.075	0.013	0.014	0.009
Si	-14.921	1.271	4.109	0.017	0.007	0.021
Si	-12.331	4.162	4.153	-0.352	0.335	0.439
Si	-14.978	6.908	4.132	-0.01	0.038	0.015
Si	-12.088	9.585	4.065	-0.032	0.025	0.035
Si	-14.792	12.183	4.246	0.02	-0.02	0.017
Si	-12.106	-1.282	4.067	-0.052	-0.037	-0.02
Si	-9.216	1.285	3.981	0.002	0.021	-0.021
Si	-6.564	4.071	4.112	-0.009	0.027	-0.043
Si	-9.428	6.877	4.33	-0.011	-0.017	0.033
Si	-6.764	-6.769	4.427	0.001	-0.022	0.017
Si	-9.481	12.196	4.215	0.007	-0.011	-0.042
Si	-6.638	-1.358	4.336	0.014	-0.001	-0.002
Si	-4.002	1.409	4.288	-0.049	0.04	-0.049
Si	-1.299	4.13	4.208	-0.005	0.022	-0.05
Si	-3.993	6.659	4.228	-0.005	-0.018	-0.042
Si	-1.347	-6.639	4.216	-0.029	0.048	-0.077
Si	-3.927	-3.963	4.341	0.021	-0.029	-0.008
Si	-1.307	-1.328	4.303	-0.004	-0.011	0.034
Si	0.074	0.023	5.587	0.001	0.019	0.006
Si	2.628	2.622	5.661	0.031	-0.015	0.019
Si	0.022	5.466	5.595	0.019	0.003	-0.015
Si	2.72	8.114	5.528	-0.015	-0.017	-0.015
Si	0	-5.464	5.737	-0.037	0.055	0.023
Si	2.735	-2.723	5.668	-0.014	-0.044	0.002
Si	5.489	0.03	5.553	-0.016	-0.008	-0.032
Si	8.27	2.813	5.455	0.005	0.012	0.001
Si	5.401	5.396	5.499	0.022	-0.001	-0.023
Si	8.099	8.047	5.529	0.016	-0.038	-0.005
Si	5.384	10.82	5.488	-0.019	0.002	0.011
Si	8.083	-2.801	5.526	-0.022	0.011	0.001
Si	10.851	0.009	5.35	-0.044	0.025	-0.016
Si	13.555	2.72	5.312	0.006	-0.011	-0.009
Si	10.854	5.441	5.239	0.005	0.004	0.001
Si	13.561	8.141	5.313	0.007	0.036	0.005
Si	10.845	10.86	5.44	-0.022	-0.014	0.021
Si	13.606	-2.638	5.376	0.019	0.013	0.004
Si	16.278	0.037	5.31	-0.014	-0.045	0.006
Si	19.007	2.766	5.306	0.022	-0.002	-0.015
Si	16.307	5.445	5.377	-0.032	-0.001	-0.02
Si	19.068	8.217	5.435	-0.027	-0.024	0.012
Si	16.214	10.862	5.383	0.001	-0.034	-0.009
Si	18.995	-2.71	5.467	-0.012	-0.007	0.01
Si	21.714	0.018	5.495	-0.004	-0.02	-0.01
Si	24.544	2.836	5.358	0.004	-0.021	0.028
Si	21.753	5.443	5.421	-0.006	0.01	-0.003
Si	24.471	8.137	5.384	-0.033	0.014	0.009
Si	21.794	10.961	5.473	0.036	0.005	0.034
Si	24.381	-2.699	5.427	-0.005	-0.006	0.03
Si	27.075	-0.087	5.316	-0.001	-0.069	-0.016
Si	29.87	2.743	5.272	0.041	0.012	-0.018
Si	27.258	5.551	5.41	0.034	0.017	0.034
Si	29.894	8.082	5.769	0.008	-0.003	-0.002
Si	27.074	10.891	5.645	0.031	-0.052	-0.059
Si	29.769	-2.695	5.314	-0.015	0.03	0.024
Si	32.499	0.032	5.35	-0.023	-0.013	0.042
Si	35.279	2.61	5.376	-0.018	-0.009	0.004
Si	32.628	5.315	5.533	-0.037	0.019	0.009
Si	35.341	8.102	5.429	-0.013	-0.008	0.015
Si	32.608	10.849	5.495	0.024	-0.016	0.06
Si	35.308	-2.735	5.19	0.037	0.017	0.003
Si	38.087	-0.038	5.213	-0.006	0.008	-0.007
Si	-24.508	2.637	5.245	0.004	-0.003	0.022
Si	-27.174	5.41	5.381	0.011	0.012	-0.02
Si	-24.44	8.176	5.412	0.015	0.01	0.007
Si	-27.254	10.849	5.396	-0.021	-0.019	-0.004
Si	-24.408	-2.708	5.497	0.047	0.03	0.034
Si	-21.699	0.016	5.458	-0.016	-0.037	0.026
Si	-18.946	2.74	5.471	0.011	0.025	0.002
Si	-21.878	5.34	5.376	-0.04	0.033	0.028
Si	-19.07	8.12	5.397	-0.026	0.018	-0.017
Si	-21.706	10.903	5.407	0.014	-0.031	0.015
Si	-19.01	-2.712	5.425	0.009	-0.004	-0.008
Si	-16.29	-0.038	5.477	0.038	0.016	0.025
Si	-13.575	2.678	5.475	0.018	-0.025	-0.055
Si	-16.221	5.51	5.554	0.027	-0.035	0.018
Si	-13.502	8.212	5.424	0.053	-0.008	0.008
Si	-16.267	10.824	5.487	-0.005	0.008	-0.039
Si	-13.451	-2.676	5.49	0.009	0.018	-0.023
Si	-10.739	0.082	5.399	-0.036	0.018	-0.019
Si	-8.013	2.723	5.42	-0.013	-0.001	-0.004
Si	-10.865	5.449	5.524	-0.051	0.021	-0.02
Si	-8.166	8.236	5.754	0.023	-0.022	-0.015
Si	-10.841	10.887	5.576	-0.037	-0.013	-0.013
Si	-8.089	-2.745	5.558	0.018	-0.016	-0.026
Si	-5.359	0.062	5.663	0.047	-0.009	-0.016
Si	-2.629	2.762	5.607	-0.012	-0.02	-0.032
Si	-5.308	5.352	5.645	-0.015	0.003	-0.004
Si	-2.701	8.203	5.503	0.039	0.008	-0.024
Si	-5.302	-5.405	5.628	-0.008	-0.021	0.007
Si	-2.68	-2.594	5.734	0	0.013	0.01
Si	1.431	-1.32	17.785	0.021	-0.01	-0.029
Si	4.106	1.385	17.817	-0.007	-0.001	0
Si	1.34	4.088	17.891	0	0	0.002
Si	4.112	6.789	17.797	-0.003	0.005	0
Si	1.355	-6.804	17.788	0.011	-0.013	0.014
Si	4.17	-4.017	17.778	0.001	0.024	-0.004
Si	6.821	-1.347	17.764	-0.01	-0.018	-0.013
Si	9.619	1.419	17.779	0.015	0.009	0.009
Si	6.859	4.104	17.803	-0.024	0.009	0.016
Si	9.653	6.841	17.775	0.016	-0.002	0.007
Si	6.908	9.535	17.75	-0.005	0.025	-0.003
Si	9.586	-4.078	17.777	-0.002	-0.003	0.001
Si	12.282	-1.358	17.75	-0.022	0.013	-0.008
Si	15.012	1.368	17.685	0.008	-0.039	-0.007
Si	12.315	4.108	17.748	-0.001	-0.053	0.01
Si	14.996	6.842	17.703	0.005	0	0.008
Si	12.292	9.505	17.753	-0.008	-0.023	0
Si	15.05	-4.065	17.741	0.011	0.026	0.019
Si	17.709	-1.371	17.643	0.017	-0.023	-0.001
Si	20.454	1.428	17.63	-0.001	0.006	0.011
Si	17.725	4.122	17.634	0.002	-0.011	0.005
Si	20.428	6.898	17.64	0.002	0.001	0.001
Si	17.723	9.562	17.719	-0.008	-0.009	0.014
Si	20.446	-3.985	17.689	0.021	0.016	0.022
Si	23.11	-1.325	17.644	-0.012	-0.014	-0.013
Si	25.845	1.429	17.624	0.018	0.031	-0.004
Si	23.131	4.169	17.639	-0.005	-0.004	-0.014
Si	25.838	6.868	17.726	0.018	0.03	0.032
Si	23.15	9.544	17.634	-0.015	0.01	0.015
Si	25.846	-4.052	17.605	-0.003	-0.016	-0.001
Si	28.587	-1.336	17.59	0.001	0.001	-0.002
Si	31.242	1.363	17.647	0.012	-0.005	-0.001
Si	28.553	4.108	17.709	0.033	-0.023	0.026
Si	31.26	6.8	17.649	-0.019	0.002	-0.025
Si	28.516	9.49	17.67	-0.031	-0.022	-0.016
Si	31.264	-4.118	17.639	-0.004	0.006	-0.002
Si	33.923	-1.433	17.616	-0.025	0.001	-0.023
Si	36.706	1.346	17.605	0.013	0	-0.008
Si	33.971	4.073	17.651	-0.001	0.009	0.001
Si	36.651	6.772	17.615	0.009	-0.022	-0.004
Si	33.975	9.488	17.67	0.001	-0.006	0.004
Si	36.664	-4.113	17.655	-0.028	0.022	0.002
Si	39.401	-1.366	17.647	0.015	-0.004	-0.008
Si	-23.156	1.339	17.693	-0.016	0.001	0.015
Si	-25.897	4.013	17.612	0.007	0.017	-0.009
Si	-23.182	6.763	17.625	0.006	0.012	-0.008
Si	-25.89	9.492	17.638	0.008	0.008	0.002
Si	-23.209	-4.091	17.584	0.002	-0.011	-0.007
Si	-20.442	-1.372	17.663	0.04	-0.025	0.016
Si	-17.703	1.325	17.713	0.002	0.012	-0.007
Si	-20.441	4.006	17.676	-0.024	0.02	-0.007
Si	-17.75	6.698	17.622	-0.019	-0.006	-0.002
Si	-20.483	9.441	17.533	0.008	0.004	-0.008
Si	-17.738	-4.112	17.462	0.006	-0.045	-0.033
Si	-14.976	-1.378	17.673	-0.025	-0.004	0.034
Si	-12.242	1.359	17.62	0.019	0.043	-0.014
Si	-15.031	3.981	17.702	-0.045	0.005	0.011
Si	-12.256	6.766	17.731	-0.004	0.034	0.016
Si	-14.964	9.462	17.598	-0.013	0.021	-0.003
Si	-12.271	-4.145	17.639	-0.006	-0.004	-0.018
Si	-9.519	-1.436	17.699	-0.004	-0.006	0.024
Si	-6.832	1.311	17.745	-0.005	-0.011	0.024
Si	-9.574	4.04	17.754	0.001	-0.016	-0.019
Si	-6.844	6.797	17.687	-0.016	-0.012	-0.023
Si	-9.534	9.482	17.761	-0.009	-0.002	0.023
Si	-6.785	-4.146	17.779	-0.015	0.001	0.002
Si	-4.049	-1.405	17.735	-0.007	-0.01	0.034
Si	-1.268	1.417	17.773	0.002	0.033	0.037
Si	-4.075	4.129	17.76	0.02	-0.003	-0.003
Si	-1.351	6.813	17.863	0.025	0.008	-0.004
Si	-4.081	9.498	17.85	0.008	-0.003	0.048
Si	-1.316	-4.036	17.7	0.023	0.001	-0.02
Si	2.781	-0.001	19.206	0.034	0.017	0.007
Si	5.387	2.825	19.164	-0.023	-0.021	0.014
Si	2.677	5.515	19.204	-0.024	0.029	0.017
Si	5.55	8.149	19.058	-0.035	0	-0.017
Si	2.734	-5.377	19.028	-0.035	0.009	-0.04
Si	5.52	-2.689	19.222	0.008	0.006	0.007
Si	8.199	0.043	19.038	-0.005	0.021	-0.02
Si	10.995	2.781	19.188	-0.001	0.026	-0.013
Si	8.331	5.434	19.095	-0.001	-0.015	0.006
Si	10.989	8.175	19.224	0.006	0.013	0.019
Si	8.258	10.867	19.164	0.004	-0.044	-0.008
Si	10.944	-2.725	19.145	0.007	-0.012	0.037
Si	13.639	0.034	19.071	0.002	0.016	0.024
Si	16.446	2.694	18.991	-0.001	0.013	0.002
Si	13.67	5.48	19.094	-0.027	0.072	0.023
Si	16.367	8.173	19.078	0.003	-0.006	-0.014
Si	13.704	10.839	19.059	0.01	-0.001	-0.025
Si	16.403	-2.678	19.116	0.006	-0.013	0.016
Si	19.135	-0.029	18.911	0	-0.007	-0.044
Si	21.787	2.83	18.994	-0.033	-0.042	0.038
Si	19.05	5.55	18.956	-0.017	0.023	0
Si	21.792	8.233	19.035	0.022	-0.013	0.018
Si	19.087	10.985	19.033	0	-0.007	-0.01
Si	21.812	-2.645	19.111	-0.021	0.038	0.032
Si	24.467	0.073	18.934	0.014	-0.03	0.011
Si	27.169	2.753	19.054	-0.01	-0.013	0.011
Si	24.413	5.552	19.058	-0.037	0.002	0.023
Si	27.208	8.179	19.161	0.039	0.008	0.007
Si	24.518	10.896	18.969	0.019	0.02	-0.001
Si	27.212	-2.665	18.914	0.003	0.011	-0.007
Si	29.947	-0.052	19.014	0.014	-0.002	-0.028
Si	32.539	2.783	19.002	-0.022	0.005	0.019
Si	29.905	5.505	19.068	-0.024	-0.023	0.002
Si	32.653	8.082	19.03	0.006	0.007	0.04
Si	29.897	10.839	18.975	0.016	-0.005	0.012
Si	32.58	-2.776	19.049	0	0.009	-0.001
Si	35.321	-0.053	18.859	0.007	-0.009	-0.013
Si	38.039	2.688	19.027	-0.02	-0.019	-0.008
Si	35.375	5.379	19.026	0.026	-0.015	-0.02
Si	37.952	8.172	18.962	0.015	0.006	0.01
Si	35.265	10.899	19.054	0.017	0.009	-0.025
Si	38.074	-2.775	18.983	0.012	-0.001	0.017
Si	40.704	0.029	19.051	-0.018	0.014	-0.018
Si	-21.743	2.633	19.09	0.063	0.023	0.027
Si	-24.555	5.38	18.943	0	-0.003	0.01
Si	-21.794	8.111	18.966	0.012	-0.014	-0.013
Si	-24.5	10.846	18.982	0.003	0.021	-0.005
Si	-21.9	-2.705	18.945	-0.013	-0.031	0.016
Si	-19.031	-0.068	19.066	0.012	0.002	-0.004
Si	-16.36	2.637	19.159	0.01	-0.027	0.03
Si	-19.12	5.381	19.043	0.022	0.014	0
Si	-16.32	8.049	18.878	-0.007	-0.017	-0.034
Si	-19.119	10.865	18.759	0.002	0.016	-0.038
Si	-16.408	-2.83	18.868	-0.001	-0.031	-0.016
Si	-13.547	0.014	18.977	-0.034	-0.032	0.025
Si	-10.955	2.657	19.093	-0.007	0.01	0.008
Si	-13.664	5.361	19.005	0.023	-0.028	-0.012
Si	-10.919	8.143	19.134	0.029	-0.014	0.019
Si	-13.638	10.829	18.983	0.001	-0.011	-0.013
Si	-10.883	-2.846	18.998	0.009	0.022	-0.014
Si	-8.177	-0.108	19.096	0.049	0.006	0.013
Si	-5.473	2.74	19.022	-0.018	0.022	0.003
Si	-8.199	5.45	19.036	0.006	0.017	0.02
Si	-5.523	8.065	19.133	0.027	0.029	0.032
Si	-8.141	-5.523	19.154	0.022	0.009	-0.01
Si	-5.388	-2.793	19.109	-0.019	0.001	0.019
Si	-2.634	-0.014	18.992	0.02	-0.04	-0.03
Si	-0.005	2.723	19.319	0.039	0.012	0.008
Si	-2.745	5.459	19.207	-0.002	-0.017	0.007
Si	-0.011	-8.117	19.239	-0.013	-0.04	0.025
Si	-2.653	-5.351	19.078	-0.05	-0.013	-0.02
Si	0.039	-2.695	19.072	0.003	0.012	-0.002
Si	1.413	1.3	20.631	-0.038	0.037	0.004
Si	3.956	4.154	20.604	0.011	-0.085	0.005
Si	1.404	6.928	20.647	0.255	0.243	-0.438
Si	4.138	-6.745	20.256	-0.007	-0.031	0.021
Si	1.39	-4.041	20.432	0.018	-0.01	0.003
Si	4.125	-1.35	20.622	-0.023	-0.018	-0.005
Si	6.855	1.451	20.345	-0.005	0.003	-0.004
Si	9.687	4.184	20.592	0.008	0.009	-0.032
Si	6.963	6.789	20.378	0.014	0.073	0.019
Si	9.633	9.57	20.607	0.018	-0.037	0.051
Si	6.935	-4.079	20.54	0.009	0.041	0.001
Si	9.506	-1.315	20.425	-0.052	-0.043	0.042
Si	12.345	1.374	20.524	-0.02	0.017	-0.026
Si	15.108	4.078	20.303	-0.004	-0.075	0.023
Si	12.371	6.794	20.601	0.013	-0.01	-0.031
Si	15.034	9.498	20.481	-0.036	-0.013	0.011
Si	12.406	-4.123	20.421	0.009	0.023	-0.02
Si	15.014	-1.279	20.431	0.017	-0.039	-0.012
Si	17.853	1.291	20.286	0.002	-0.051	0
Si	20.408	4.243	20.295	0.039	0.073	0.033
Si	17.742	6.832	20.43	-0.02	0.032	-0.007
Si	20.512	9.689	20.355	0.042	0.045	0.001
Si	17.8	-4.021	20.495	0.007	0.018	-0.025
Si	20.431	-1.219	20.452	-0.014	-0.008	-0.034
Si	23.156	1.449	20.31	0.029	-0.006	0.003
Si	25.788	4.198	20.369	0.027	-0.018	0.006
Si	23.043	6.885	20.514	-0.032	-0.012	0.032
Si	25.81	9.604	20.444	-0.025	-0.001	-0.019
Si	23.237	-4.073	20.367	-0.005	-0.03	-0.025
Si	25.861	-1.274	20.235	0.003	0.022	-0.011
Si	28.595	1.331	20.318	-0.007	-0.006	0.012
Si	31.261	4.205	20.471	0.068	-0.009	0.023
Si	28.574	6.78	20.559	0.008	-0.012	0.022
Si	31.236	9.435	20.323	-0.038	-0.033	-0.002
Si	28.532	-4.059	20.25	0.007	-0.032	-0.003
Si	31.232	-1.459	20.46	-0.057	0.027	0
Si	33.929	1.301	20.138	-0.011	-0.02	-0.006
Si	36.703	4.011	20.438	-0.017	0.036	-0.02
Si	34.036	6.701	20.403	-0.054	0.011	0.025
Si	36.638	9.559	20.389	0	-0.016	-0.011
Si	33.877	-4.117	20.491	0.026	-0.046	0.005
Si	36.646	-1.403	20.235	-0.021	0	-0.004
Si	39.353	1.386	20.475	0.055	-0.036	-0.007
Si	-23.145	4.084	20.327	-0.056	0.035	-0.005
Si	39.271	6.723	20.224	-0.009	-0.062	0.008
Si	-23.102	9.498	20.322	0	0.035	0.016
Si	39.43	-4.146	20.375	-0.028	0.045	-0.011
Si	42.044	-1.343	20.381	0.001	-0.025	0.036
Si	-20.379	1.22	20.511	-0.027	0.013	0.012
Si	-17.778	4.06	20.464	0.02	-0.009	-0.016
Si	-20.485	6.769	20.395	0.005	-0.049	-0.01
Si	-17.712	9.508	20.002	-0.012	0.046	0.044
Si	-20.499	-4.148	20.117	0.039	-0.071	0.052
Si	-17.67	-1.527	20.336	0.017	0.05	0.009
Si	-14.921	1.219	20.476	-0.021	0.01	0.009
Si	-12.398	3.994	20.428	-0.001	0.031	0.006
Si	-15.027	6.708	20.336	0.005	0.043	0.043
Si	-12.342	9.527	20.442	0.034	0.016	-0.011
Si	-15.025	-4.107	20.249	0.015	0.019	-0.05
Si	-12.187	-1.408	20.269	0.038	0.068	0.031
Si	-9.57	1.261	20.408	-0.054	-0.033	0.003
Si	-6.84	4.106	20.375	-0.013	0.009	0.055
Si	-9.538	6.747	20.462	0.01	-0.03	-0.029
Si	-6.814	9.426	20.568	-0.003	0.042	0
Si	-9.579	-4.183	20.434	-0.026	-0.008	0.031
Si	-6.78	-1.487	20.448	-0.02	-0.024	-0.055
Si	-4.056	1.33	20.213	-0.002	0.038	-0.002
Si	-1.527	4.035	20.644	0.017	0.054	0.011
Si	-4.164	6.766	20.564	-0.012	0.013	0.007
Si	-1.368	-6.661	20.514	0.035	-0.004	-0.009
Si	-4.013	-4.094	20.526	-0.024	0.006	-0.012
Si	-1.31	-1.331	20.414	0.004	-0.059	0.007
Si	0.051	-0.142	21.94	0.045	-0.043	0.055
Si	2.678	2.667	22.087	0.368	-0.136	-0.331
Si	-0.703	5.358	22.398	-0.067	-0.343	-0.542
Si	2.84	8.374	21.771	-0.037	0.033	0.038
Si	0.053	-5.315	21.908	-0.062	-0.013	0.078
Si	2.701	-2.764	21.935	0.004	0.03	0.119
Si	5.544	0.153	21.76	0.049	0.009	0.072
Si	8.195	2.793	21.725	-0.005	0.012	0.043
Si	5.5	5.549	21.705	-0.003	-0.116	-0.001
Si	8.136	8.212	21.869	-0.208	0.284	-0.458
Si	5.39	-5.421	21.689	-0.048	0.026	0.058
Si	8.403	-2.821	21.922	0.336	-0.189	-0.423
Si	10.855	0.029	21.785	-0.036	0.059	0.007
Si	13.839	2.749	21.752	-0.062	-0.052	0.027
Si	11.067	5.464	22.108	0.027	0.015	0.054
Si	13.867	8.055	21.959	0	-0.031	0.047
Si	11.169	10.871	21.923	-0.05	-0.023	0.003
Si	13.698	-2.702	21.776	0.017	-0.052	-0.011
Si	16.444	0.074	21.723	0.035	0.041	0.019
Si	19.229	2.709	21.551	0.032	-0.068	-0.071
Si	16.53	5.257	21.752	0.061	-0.018	0
Si	19.101	8.367	21.619	-0.061	0.01	-0.007
Si	16.354	10.922	21.787	0.019	0.039	0.013
Si	19.163	-2.618	21.884	0.053	-0.027	-0.018
Si	21.799	0.234	21.768	-0.037	0.006	0.031
Si	24.444	2.822	21.7	0.005	-0.01	-0.037
Si	21.594	5.536	21.885	0.032	0.008	-0.049
Si	24.416	8.299	21.826	0.021	-0.004	0.038
Si	21.875	10.978	21.813	-0.038	0.021	0.01
Si	24.646	-2.679	21.62	-0.011	-0.009	0.043
Si	27.203	-0.008	21.672	0.027	-0.009	0.013
Si	29.824	2.792	21.684	-0.039	0.027	0.029
Si	27.111	5.44	21.881	0.02	0.001	0.046
Si	30.013	8.141	21.883	0.004	-0.024	0.016
Si	27.193	11.031	21.708	0.001	0.011	0.029
Si	29.803	-2.85	21.804	0.044	0	0.091
Si	32.712	-0.042	21.606	0.011	-0.015	0.043
Si	35.234	2.558	21.577	-0.009	-0.003	0.029
Si	32.747	5.44	21.947	0.005	-0.057	0.026
Si	35.282	8.177	21.734	0	-0.007	0.038
Si	32.443	10.783	21.796	-0.018	0.075	0.053
Si	35.337	-2.703	21.7	0.016	-0.018	0.042
Si	37.884	-0.046	21.688	-0.059	0.018	0.055
Si	40.779	2.811	21.767	-0.039	-0.01	0.075
Si	38.04	5.415	21.81	0.045	-0.046	0.058
Si	40.68	8.111	21.435	-0.021	-0.017	0.023
Si	38.032	10.885	21.771	0.018	-0.004	0.027
Si	40.725	-2.744	21.759	-0.023	0.004	0.063
Si	43.441	-0.113	21.852	0.014	0.029	0.015
Si	-19.103	2.703	21.872	0.042	-0.026	0.106
Si	-21.927	5.502	21.802	-0.046	0.05	0.013
Si	-19.023	8.262	21.447	0.027	-0.039	0.02
Si	-21.713	10.871	21.664	0.001	-0.02	0.066
Si	-19.202	-2.856	21.544	-0.048	0.03	0.021
Si	-15.74	-0.757	21.509	0.007	0.001	0.041
Si	-13.763	2.705	21.911	-0.007	0.007	0.057
Si	-16.45	5.497	21.787	-0.049	0.031	-0.006
Si	-13.747	8.126	21.712	-0.011	0.021	-0.04
Si	-16.43	10.79	21.459	0.064	-0.023	0.014
Si	-13.962	-2.373	21.429	-0.03	-0.028	0.053
Si	-10.77	-0.252	21.783	0.328	-0.241	-0.437
Si	-8.228	2.714	21.64	-0.011	0.007	-0.048
Si	-11.023	5.392	21.709	0.022	0.021	-0.031
Si	-8.201	8.043	21.943	0.022	0.023	0.034
Si	-10.962	-5.482	21.866	0.259	-0.325	-0.262
Si	-8.163	-2.887	21.782	-0.186	0.433	-0.241
Si	-5.354	0.012	21.554	-0.028	-0.067	0.05
Si	-2.889	2.533	21.826	-0.017	0.059	0.077
Si	-5.455	5.226	21.938	0.015	-0.083	-0.01
Si	-3.269	-7.582	21.583	-0.053	0.015	-0.011
Si	-4.989	-5.892	21.75	0.158	-0.157	-0.515
Si	-2.662	-2.627	21.825	0.012	-0.039	0.018
Si	0.943	-1.93	23.297	-0.18	-0.139	-0.626
Si	4.517	1.739	23.15	-0.178	-0.087	-0.663
Si	0.378	3.231	24.305	-0.024	-0.118	-0.142
Si	4.636	7.378	22.856	-0.043	0.052	-0.019
Si	1.883	-6.245	23.104	0.162	0.18	-0.557
Si	3.683	-4.596	23.055	-0.348	-0.092	-0.644
Si	6.875	-0.724	23.437	-0.269	0.301	-0.593
Si	9.271	1.256	23.093	0.183	-0.046	-0.699
Si	6.677	4.014	23.015	0.057	0.163	-0.639
Si	10.235	6.972	23.808	0.186	-0.429	-0.319
Si	6.272	-7.173	22.905	-0.109	-0.203	-0.493
Si	10.358	-3.559	23.082	0.043	0.135	-0.6
Si	11.916	-1.724	22.903	-0.001	0.024	0.096
Si	15.62	1.886	22.999	-0.012	-0.024	0.051
Si	12.744	4.227	23.176	-0.171	-0.116	-0.691
Si	15.043	6.312	23.17	0.053	0.323	-0.797
Si	12.366	9.287	23.273	0.166	0.128	-0.767
Si	15.287	-3.814	23.141	-0.271	-0.1	-0.706
Si	17.479	-1.521	23.102	0.366	0.428	-0.064
Si	21.01	2.125	23.055	0.022	-0.062	0.044
Si	17.492	3.4	22.939	-0.214	0.03	-0.4
Si	20.127	7.008	23.167	0.485	0.095	-0.211
Si	17.848	9.717	23.096	-0.104	-0.124	-0.697
Si	20.938	-3.602	23.124	-0.371	-0.294	-0.704
Si	23.117	-1.384	22.795	0.057	0.1	-0.697
Si	26.225	1.787	22.858	0.16	0.223	-0.558
Si	22.754	3.818	23.056	-0.006	0.09	0.068
Si	25.751	6.931	23.161	0.108	-0.054	-0.759
Si	23.093	9.609	23.324	-0.288	-0.294	-0.264
Si	26.267	-3.57	23.121	-0.022	-0.074	0.014
Si	28.08	-1.792	23.021	-0.276	-0.164	-0.548
Si	31.467	1.539	22.756	-0.036	0.069	-0.621
Si	27.959	3.53	23.015	-0.154	-0.158	-0.637
Si	31.865	7.26	23.223	-0.001	0.061	0.022
Si	28.84	9.896	22.949	-0.007	0.003	0.037
Si	30.571	-4.742	23.071	-0.157	-0.109	-0.658
Si	34.432	-0.958	22.969	-0.028	0.055	0.03
Si	36.05	0.829	22.929	0.002	-0.248	-0.484
Si	33.802	3.575	23.129	0.119	0.319	-0.634
Si	36.895	7.081	23.042	-0.238	-0.295	-0.67
Si	33.553	9.142	23.057	-0.202	-0.305	-0.428
Si	36.864	-3.848	23.066	-0.057	-0.111	-0.626
Si	39.023	-1.612	22.977	0.146	-0.024	-0.763
Si	42.317	1.585	23.089	-0.202	-0.187	-0.8
Si	39.984	4.707	22.999	0.093	0.16	-0.652
Si	41.552	6.589	22.944	-0.041	-0.328	-0.388
Si	39.234	9.211	22.878	0.101	0.286	-0.678
Si	42.548	-3.728	22.893	0.003	-0.041	0.014
Si	44.309	-2.063	22.93	-0.11	-0.034	-0.553
Si	-17.841	2.06	23.804	-0.262	0.194	-0.573
Si	-20.796	3.836	23.001	0.097	0.143	-0.741
Si	-17.319	7.438	22.809	0.199	-0.021	-0.601
Si	-19.812	9.985	22.814	-0.054	0.186	-0.518
Si	-18.203	-4.629	22.655	-0.066	0.064	-0.032
Si	-16.484	-0.73	23.669	0.335	-0.088	-0.56
Si	-12.276	1.758	23.479	-0.357	0.265	-0.331
Si	-15.341	3.957	23.144	0.116	0.045	-0.691
Si	-12.24	6.922	23.032	-0.441	-0.404	-0.099
Si	-15.581	9.085	22.821	-0.048	-0.113	-0.514
Si	-13.026	-3.442	23.268	-0.148	0.354	-0.37
Si	-9.17	-1.325	23.188	0.304	0.404	-0.523
Si	-6.52	1.61	22.791	0.011	0.073	0.034
Si	-9.869	3.796	22.962	0.386	0.364	-0.139
Si	-6.77	6.64	23.256	-0.028	0.01	-0.724
Si	-9.931	9.111	23.197	0.139	0.206	-0.715
Si	-6.48	-4.476	23.92	-0.003	0.004	-0.063
Si	-3.812	-0.974	23.071	-0.35	-0.288	-0.126
Si	-1.532	1.108	23.116	0.017	0.097	-0.635
Si	-4.732	3.205	23.176	-0.103	0.066	-0.543
Si	-2.221	-8.422	23.412	-0.245	0.183	-0.413
Si	0.059	-7.448	25.151	0.163	0.008	-0.029
Si	-0.927	-3.517	23.151	0.33	0.133	-0.581
Si	2.871	3.257	-3.58	0.047	-0.016	0.043
Si	1.711	6.933	26.61	-0.05	0.032	0.07
Si	4.293	6.853	25.06	0.166	0.075	-0.599
Si	8.506	-4.118	-0.27	0.336	-0.309	0.34
Si	0.455	-1.395	-5.581	-0.086	0.081	0.188
Si	4.78	-0.006	25.56	0.041	0.027	-0.198
Si	9.976	0.502	-4.931	-0.023	-0.01	-0.026
Si	11.9	2.74	-5.068	0.062	-0.018	-0.091
Si	6.833	5.612	25.537	-0.226	-0.006	-0.116
Si	14.088	-5.53	25.51	0.031	-0.045	-0.012
Si	6.426	-7.773	25.749	-0.037	0.016	-0.101
Si	9.66	-3.816	26.185	0.014	0.046	0.011
Si	11.312	2.234	25.109	-0.004	-0.015	-0.067
Si	11.404	-1.639	27.318	-0.101	-0.023	0.026
Si	12.965	8.158	-2.486	-0.155	-0.046	0.141
Si	17.506	7.169	24.76	0.071	-0.087	-0.272
Si	13.909	-1.984	-3.81	0.048	0.009	-0.035
Si	15.576	-6.77	-5.422	-0.012	0.14	-0.122
Si	17.863	-5.869	-3.674	0.04	0.003	-0.032
Si	15.192	0.95	25.107	0.044	0.445	-0.497
Si	21.842	0.382	-4.531	0.133	-0.065	-0.167
Si	19.813	3.966	27.358	0.074	-0.056	-0.013
Si	20.821	-5.988	-3.47	-0.071	0.052	0.128
Si	19.674	-5.296	25.123	0.065	-0.073	0.028
Si	30.856	-5.217	26.155	-0.083	0.02	-0.238
Si	25	-0.025	24.983	0.155	0.062	-0.092
Si	23.991	4.869	24.829	-0.462	-0.368	-0.478
Si	29.609	0.095	24.912	-0.069	-0.109	-0.139
Si	25.272	-7.715	-3.762	-0.01	0.095	-0.067
Si	28.967	-1.029	-4.514	0.026	-0.091	-0.168
Si	25.662	3.563	26.888	-0.045	0	-0.075
Si	31.973	0.578	26.485	-0.107	0.021	-0.134
Si	31.173	3.616	26.647	0.046	0.02	0.011
Si	28.265	-4.077	27.554	-0.012	0.148	-0.089
Si	-32.52	-3.231	27.171	0.012	0.053	-0.03
Si	31.612	-4.517	-2.296	-0.121	-0.166	-0.104
Si	-29.34	2.864	25.241	-0.293	-0.231	0.431
Si	-23.75	4.358	-2.389	-0.003	0.091	0.027
Si	26.341	0.193	-3.36	-0.102	-0.044	0.007
Si	-28.909	7.912	25.764	-0.057	-0.109	0.001
Si	-27.578	-3.823	-3.175	-0.056	0.068	0.184
Si	-29.005	-0.673	27.295	0.039	0.033	-0.006
Si	-24.9	-3.932	27.132	-0.051	0.061	0.048
Si	-23.261	1.305	-1.625	0.1	-0.093	0.005
Si	-26.377	3.358	25.496	0.066	0.02	-0.06
Si	-21.863	-5.828	-3.628	-0.021	0.068	0.066
Si	-24.436	-6.48	-5.469	0.015	0.022	-0.007
Si	-24.879	-2.305	-3.793	0.148	-0.032	0.012
Si	-25.058	0.526	25.056	0.078	0.098	-0.154
Si	-16.377	-1.367	-4.727	0.041	0.053	-0.064
Si	-18.878	6.756	27.511	-0.026	0.081	-0.052
Si	-14.617	-6.275	-3.482	-0.038	-0.034	0.033
Si	-20.579	5.583	25.39	0.047	0.026	0
Si	-20.236	3.403	-4.755	-0.009	-0.068	-0.041
Si	-16.497	2.169	-1.083	-0.007	0.052	0.09
Si	-10.227	2.722	-5.486	0.066	0.071	0.028
Si	-10.994	5.098	26.531	-0.049	-0.064	-0.036
Si	-12.776	7.315	27.137	-0.066	-0.065	-0.005
Si	-17.541	-3.618	24.598	-0.176	-0.324	-0.564
Si	-12.503	0.54	26.269	-0.039	0.031	-0.141
Si	-14.999	-5.19	24.91	-0.081	-0.201	-0.132
Si	-11.206	-2.056	25.36	-0.076	-0.038	-0.101
Si	-7.402	-0.021	24.212	0.113	-0.24	-0.44
Si	-8.626	4.552	24.742	-0.467	-0.163	-0.527
Si	-6.997	-4.566	-3.134	0.061	0.03	-0.131
Si	-10.633	-4.337	27.43	0.013	-0.031	-0.121
Si	-1.75	4.668	-2.405	-0.384	-0.172	0.436
Si	2.35	-1.91	26.213	-0.131	0.005	-0.235
Si	-4.506	7.162	25.171	-0.064	0.117	-0.054
Si	-1.79	-6.105	27.321	0.012	-0.103	-0.004
Si	-6.571	-1.848	-2.489	-0.085	-0.087	-0.104
Si	-5.578	-1.523	24.542	-0.06	0.47	-0.542
Si	5.391	4.759	-3.21	0.027	-0.097	-0.108
Si	5.05	2.097	-0.119	0.116	-0.502	0.388
Si	4.615	7.3	-2.308	-0.026	-0.078	-0.004
Si	5.787	10.923	-0.039	0.354	-0.602	0.366
Si	-1.931	-3.426	26.147	-0.011	0.064	-0.119
Si	-1.778	0.679	27.584	0.027	-0.135	0.045
Si	-2.372	7.58	-2.989	-0.01	0.202	0.024
Si	10.42	5.178	-4.057	-0.05	0.021	-0.036
Si	6.993	-3.053	27.158	-0.05	-0.059	-0.068
Si	10.463	6.966	26.912	0.018	0.023	-0.165
Si	7.037	1.5	-5.334	0.06	0	0.079
Si	8.593	-1.702	-3.598	-0.027	-0.114	0.047
Si	12.249	-5.376	-1.422	-0.122	-0.03	0.161
Si	17.765	6.485	-2.875	-0.109	-0.065	-0.039
Si	13.622	7.149	-5.115	0.022	0.05	0.003
Si	19.536	-4.068	-5.238	0	-0.056	-0.184
Si	10.574	-6.015	-5.434	0.025	-0.001	0.02
Si	12.724	-0.65	24.789	-0.255	-0.265	-0.569
Si	19.247	-1.027	-5.471	-0.101	0.195	0.023
Si	20.865	2.804	-3.131	-0.099	0.054	-0.08
Si	19.486	2.256	24.846	0.312	0.227	-0.434
Si	17.484	5.978	27.527	0.084	0.025	-0.037
Si	21.388	8.413	24.622	0.236	-0.024	-0.843
Si	23.906	-1.753	-3.492	0.131	0.174	-0.166
Si	17.893	-0.401	25.097	-0.181	-0.326	-0.614
Si	22.689	4.318	-1.414	0.15	0.06	0.05
Si	15.732	5.101	-4.583	0.002	0.067	0.04
Si	25.265	-4.906	24.912	0.201	0.525	-0.369
Si	26.578	-5.069	-4.236	-0.289	0.496	-0.008
Si	26.865	-1.855	26.567	-0.022	-0.022	-0.072
Si	25.362	5.265	-1.71	0.003	0.07	0.054
Si	31.225	6.862	-1.506	-0.094	-0.012	0.052
Si	21.977	6.155	26.788	0.003	0.049	-0.099
Si	31.545	6.338	25.417	0.118	0.219	-0.653
Si	25.463	-3.327	-5.424	0.162	-0.512	0.173
Si	-31.889	4.78	-1.504	0.126	-0.102	0.125
Si	-29.156	6.671	-3.731	0.075	0.071	-0.048
Si	-29.648	2.351	27.524	0.18	0.237	-0.635
Si	-31.724	3.776	-4.321	0.036	0.072	0.106
Si	-31.581	7.504	27.43	0.024	0.092	-0.031
Si	-26.587	7.667	-5.101	0.028	0.055	-0.017
Si	-29.807	-4.503	-5.134	-0.013	0.009	-0.097
Si	-29.744	1.398	-1.701	0.128	0.051	0.089
Si	-26.409	4.866	-1.079	-0.274	-0.209	0.584
Si	-24.864	5.048	-5.225	0.004	0.012	-0.024
Si	-20.573	7.773	-4.026	-0.074	-0.084	-0.038
Si	-29.844	-5.768	25.139	-0.027	0.018	-0.133
Si	-23.973	-7.414	25.017	-0.002	-0.122	-0.145
Si	-19.317	-0.665	-5.527	0.121	0.001	-0.042
Si	-20.236	-3.036	25.725	-0.035	0.037	-0.244
Si	-22.649	-4.708	25.024	-0.084	0.219	-0.617
Si	-16.758	-3.977	-3.269	-0.047	0.014	0.047
Si	-26.027	-1.188	27.098	-0.034	-0.104	0.012
Si	-19.137	1.598	26.618	0.162	0.049	-0.071
Si	-16.047	5.337	-4.764	-0.159	-0.155	0.055
Si	-13.943	7.126	-3.743	-0.098	0.195	0.028
Si	-5.645	5.478	-1.126	0.382	-0.295	-0.036
Si	-13.267	5.673	24.79	0.261	0.39	-0.467
Si	-13.253	-6.054	27.298	-0.111	-0.145	0.062
Si	-10.011	2.966	-2.529	0.092	0.017	0.042
Si	-13.259	-7.02	-0.955	0.059	-0.5	-0.174
Si	-7.093	6.476	-3.677	-0.013	0.018	-0.022
Si	-9.734	5.903	-2.041	-0.004	-0.019	0.102
Si	-8.488	-6.041	25.79	0.029	0.012	-0.034
Si	-6.622	-6.939	-5.055	-0.035	-0.065	0.056
Si	-11.917	0.76	-1.847	0.006	-0.08	0.039
Si	-4.344	4.253	25.988	0.057	-0.153	-0.013
Si	0.322	5.539	-0.257	0.167	-0.434	0.588
Si	-1.39	3.884	-5.301	-0.163	-0.009	0.049
Si	-1.05	-0.505	-3.149	-0.118	-0.117	-0.044
Si	-3.96	-1.09	26.938	0.095	-0.06	0.074
Si	0.791	4.122	27.318	0.056	-0.034	-0.099
Si	0.252	0.324	-0.43	-0.104	0.077	0.157
Si	2.857	-7.658	-4.084	0.012	-0.008	-0.007
Si	-3.796	-7.574	-5.395	0.08	0.083	-0.013
Si	2.86	7.263	0.055	0.176	-0.486	0.468
Si	-0.02	-6.59	-3.306	-0.046	-0.005	-0.042
Si	4.411	-4.026	26.06	0.061	-0.08	0.018
Si	2.115	2.828	-0.669	-0.42	0.305	0.388
Si	7.628	4.551	-5.045	0.013	0.06	0.021
Si	9.647	-4.639	-2.917	-0.05	-0.091	-0.038
Si	6.642	-5.457	-5.506	-0.176	0.018	-0.215
Si	5.393	1.839	-2.921	-0.123	-0.001	-0.065
Si	5.346	-6.454	-2.97	-0.127	-0.077	-0.023
Si	13.47	-4.795	-5.118	-0.009	0.037	-0.205
Si	15.598	7.952	-1.298	0.111	-0.068	0.057
Si	11.166	6.065	-1.057	0.03	-0.095	0.058
Si	16.807	-5.786	-0.772	0.109	0.011	0.124
Si	13.404	-2.573	-0.843	-0.139	-0.014	0.028
Si	8.024	-1.19	-0.76	-0.095	0.126	0.088
Si	16.455	-0.331	-3.974	0.137	-0.049	-0.009
Si	16.747	0.322	-0.848	-0.014	-0.05	0.057
Si	14.97	2.175	-5.332	-0.039	-0.05	-0.17
Si	22.361	7.873	-3.748	-0.03	-0.108	-0.034
Si	20.526	6.466	-1.505	-0.062	0.11	-0.001
Si	21.979	-5.288	-0.563	-0.102	0.008	-0.045
Si	23.736	-2.733	-0.689	-0.026	0.191	0.098
Si	24.012	1.19	27.659	-0.134	-0.027	0.083
Si	26.751	6.247	-4.363	-0.048	0.017	0.075
Si	26.57	2.363	-1.029	0.02	-0.05	0.034
Si	19.112	2.456	-0.702	0.156	-0.116	0.107
Si	29.345	-3.836	-0.531	0.021	0.116	-0.107
Si	30.898	0.507	-0.626	0.057	0.266	0.556
Si	28.38	2.796	25.9	0.075	0.086	-0.054
Si	29.432	7.785	-3.769	-0.102	-0.012	0.081
Si	27.47	9.149	24.729	0.384	0.284	-0.554
Si	27.466	-6.873	-2.043	0.004	0.105	0.163
Si	29.688	-7.967	26.675	-0.001	0.057	-0.043
Si	-32.495	-1.616	-1.729	-0.092	-0.073	0.092
Si	32.035	-0.749	-4.453	-0.082	-0.105	-0.115
Si	32.595	2.178	-2.137	0.118	0.108	0.039
Si	-28.321	7.338	-1.159	-0.001	-0.076	0.209
Si	-32.557	-7.002	-1.148	0.007	0.035	0.016
Si	-27.486	-5.993	-0.908	0.029	-0.03	0.092
Si	-31.252	-1.25	25.272	0.132	0.011	-0.529
Si	-28.272	-1.056	-2.939	-0.02	0.048	0.016
Si	-20.847	0.789	-3.273	0.015	-0.027	-0.006
Si	-25.461	-0.781	-1.549	0.023	-0.131	0.006
Si	-31.977	-6.335	-3.936	-0.178	0.067	0.039
Si	-19.897	-3.837	-2.758	0.042	-0.093	-0.026
Si	-28.202	3.665	-3.255	0.091	-0.075	0.115
Si	-15.887	2.377	-5.476	0.087	-0.081	0.053
Si	-19.259	5.109	-0.245	0.1	-0.442	0.464
Si	-21.582	-5.25	-0.751	-0.023	0.097	0.024
Si	-19.254	8.066	25.005	0.104	0.183	-0.148
Si	-14.747	0.705	-3.077	0.003	0.058	-0.013
Si	-15.308	-0.198	26.336	-0.11	-0.016	0.087
Si	-22.556	5.402	27.443	0.142	-0.007	0.04
Si	-21.69	6.469	-1.426	-0.118	-0.057	0.046
Si	-12.409	7.223	-1.36	-0.121	0.571	0.01
Si	-16.86	-2.349	-0.704	0.049	-0.042	0.145
Si	-19.514	-1.131	-1.496	-0.042	-0.099	0.153
Si	-7.176	2.727	-1.121	0.046	0.063	-0.008
Si	-5.934	4.061	-5.185	0.002	0.008	0.074
Si	-17.96	4.122	-2.886	0.045	-0.058	0.133
Si	-10.881	-5.304	-0.572	0.002	-0.096	-0.081
Si	-9.782	-3.967	-2.771	-0.095	-0.161	-0.107
Si	-9.464	-1.241	-1.588	0.129	0.07	0.002
Si	-4.715	2.606	-2.766	0.196	0.205	0.374
Si	-3.713	4.069	-1.144	0.079	0.035	0.072
Si	-8.125	2.051	26.315	0.086	0.05	-0.011
Si	-5.563	-4.079	-0.826	-0.096	0.029	0.03
Si	-0.806	-5.446	-0.625	-0.024	-0.118	0.052
Si	-3.924	-0.369	-3.344	-0.044	-0.013	0.07
Si	1.39	-1.343	6.987	0.002	0.025	0.016
Si	4.105	1.332	6.948	-0.007	0.013	-0.009
Si	1.336	4.072	6.969	-0.019	-0.024	0.001
Si	4.095	6.779	6.891	0.007	0.006	0.002
Si	1.402	9.464	6.974	0.009	-0.026	-0.029
Si	4.098	12.184	6.938	0.059	0	-0.015
Si	6.797	-1.384	6.895	0.017	-0.002	0.004
Si	9.565	1.377	6.786	0.029	-0.015	0.031
Si	6.831	4.085	6.836	-0.021	-0.017	0.001
Si	9.544	6.723	6.784	0.021	-0.028	-0.004
Si	6.777	9.481	6.855	-0.028	0.03	-0.016
Si	9.502	12.197	6.842	0.003	-0.009	0.009
Si	12.231	-1.312	6.747	-0.005	0.007	0.003
Si	14.931	1.387	6.704	-0.002	-0.006	0.006
Si	12.204	4.095	6.677	-0.023	-0.005	-0.018
Si	14.923	6.803	6.714	0.007	0.023	0.009
Si	12.243	9.503	6.749	-0.021	-0.013	-0.003
Si	14.919	12.273	6.749	-0.011	-0.008	0.004
Si	17.61	-1.318	6.746	0.003	0.041	0.002
Si	20.333	1.423	6.75	-0.029	0.018	0.006
Si	17.666	4.092	6.731	0.018	-0.012	0.004
Si	20.397	6.82	6.775	0.018	0	0.014
Si	17.64	9.552	6.751	0.015	-0.003	0.003
Si	20.384	12.28	6.816	0.002	0.003	0.002
Si	23.072	-1.34	6.822	-0.01	-0.017	0.014
Si	25.811	1.363	6.706	-0.032	0.015	-0.024
Si	23.134	4.108	6.764	0.024	0.004	-0.001
Si	25.841	6.836	6.784	0.004	0.025	0.005
Si	23.143	9.539	6.77	0.008	0.005	-0.001
Si	25.717	12.299	6.875	-0.056	0.044	-0.038
Si	28.469	-1.351	6.74	0.021	0.023	-0.007
Si	31.198	1.406	6.723	0.01	0.03	-0.003
Si	28.567	4.094	6.72	0.001	-0.033	-0.004
Si	31.306	6.681	6.936	0.01	-0.056	0.002
Si	28.498	9.541	6.939	-0.006	0.013	-0.013
Si	31.176	12.265	6.711	-0.023	-0.037	-0.015
Si	33.944	-1.379	6.611	0.008	-0.006	-0.015
Si	36.709	1.262	6.662	-0.001	-0.001	0
Si	33.998	3.966	6.822	0.039	-0.042	0.024
Si	-28.562	6.741	6.761	0.017	-0.004	-0.005
Si	33.995	9.479	6.8	-0.004	0.012	-0.002
Si	-28.633	12.259	6.673	-0.031	0.012	-0.009
Si	-25.867	-1.342	6.708	-0.011	0.03	-0.007
Si	-23.152	1.352	6.718	-0.016	0.036	0.009
Si	-25.819	4.015	6.69	0.02	-0.02	-0.01
Si	-23.139	6.763	6.768	-0.001	-0.021	0.005
Si	-25.87	9.492	6.749	-0.001	0.002	-0.008
Si	-23.07	12.219	6.807	0.017	0.01	0.02
Si	-20.368	-1.375	6.803	0.018	0.002	0.014
Si	-17.633	1.346	6.827	-0.004	-0.02	0.002
Si	-20.421	4.062	6.751	-0.031	0.001	-0.026
Si	-17.694	6.813	6.818	-0.026	0.022	-0.016
Si	-20.382	9.51	6.772	-0.001	-0.006	0.001
Si	-17.646	12.228	6.787	-0.01	0.003	-0.001
Si	-14.897	-1.375	6.821	-0.02	-0.016	0.014
Si	-12.146	1.366	6.806	-0.012	-0.005	0.016
Si	-14.893	4.075	6.85	0.01	0.018	0.012
Si	-12.211	6.826	6.854	-0.024	0.021	0
Si	-14.901	9.496	6.84	0.027	-0.004	-0.001
Si	-12.181	12.271	6.898	-0.003	0.004	0.035
Si	-9.467	-1.33	6.84	-0.025	0.008	-0.025
Si	-6.755	1.416	6.936	-0.044	0.029	-0.014
Si	-9.447	4.052	6.8	0.011	-0.025	-0.039
Si	-6.73	6.774	6.927	-0.008	0.005	0.011
Si	-9.533	9.576	7.027	-0.019	0.02	0.032
Si	-6.724	12.255	6.944	0.022	0.038	-0.007
Si	-4.042	-1.277	7.061	0.01	0.028	0.014
Si	-1.291	1.375	6.952	0.006	0.018	0.027
Si	-3.98	4.054	7.025	0.013	0.019	0.042
Si	-1.331	6.86	6.915	-0.011	0	-0.04
Si	-4.015	-6.82	6.963	-0.006	0.008	0.004
Si	-1.34	-4.043	7.027	-0.007	0.009	-0.008
Si	2.77	-0.009	8.333	0.006	-0.029	0
Si	5.486	2.731	8.236	-0.002	0.007	0.016
Si	2.749	5.43	8.275	0.009	0.003	0.001
Si	5.443	8.147	8.256	-0.008	-0.009	-0.001
Si	2.753	10.845	8.314	-0.018	0.033	-0.009
Si	5.463	-2.747	8.273	-0.015	0	-0.013
Si	8.195	0.017	8.178	-0.01	0.021	-0.006
Si	10.91	2.742	8.14	-0.004	-0.02	-0.004
Si	8.187	5.424	8.208	-0.003	0.002	-0.01
Si	10.889	8.136	8.126	-0.001	0.011	0.009
Si	8.157	10.844	8.212	0.012	-0.009	0.001
Si	10.883	-2.7	8.132	0.006	0.01	-0.012
Si	13.596	0.032	8.116	-0.01	0.005	-0.001
Si	16.292	2.738	8.09	-0.012	0.012	0.001
Si	13.565	5.445	8.08	-0.001	0.005	0.005
Si	16.289	8.167	8.096	-0.005	0.003	-0.01
Si	13.578	10.894	8.117	0.002	0.013	0.001
Si	16.287	-2.7	8.12	0.006	-0.013	0.012
Si	18.978	0.052	8.109	-0.001	-0.015	-0.004
Si	21.736	2.756	8.107	0.02	-0.019	-0.006
Si	19.021	5.455	8.109	-0.006	0.01	-0.003
Si	21.76	8.184	8.125	0.002	0.006	-0.012
Si	19.004	10.901	8.131	-0.004	0	0.002
Si	21.719	-2.684	8.185	-0.001	-0.017	0.005
Si	24.45	0.048	8.122	-0.012	0.001	-0.001
Si	27.197	2.71	8.068	0.016	0.011	0.001
Si	24.477	5.466	8.131	0.026	-0.019	-0.003
Si	27.138	8.165	8.226	-0.015	-0.013	-0.011
Si	24.417	10.894	8.204	0.013	-0.01	0.012
Si	27.142	-2.679	8.161	0.041	-0.01	0.001
Si	29.857	0.016	8.078	-0.008	0.006	-0.004
Si	32.593	2.662	8.151	-0.018	-0.003	0.006
Si	29.891	5.357	8.208	0.005	-0.005	0.012
Si	32.657	8.124	8.184	-0.011	0.037	0.01
Si	29.894	10.929	8.177	0.015	0.004	0.013
Si	32.595	-2.712	8.037	-0.025	0.021	-0.012
Si	35.327	-0.071	8.032	0.005	0.019	0.001
Si	-27.219	2.66	8.036	-0.013	0.02	-0.008
Si	-29.924	5.383	8.124	0.006	-0.001	-0.003
Si	-27.218	8.124	8.114	0.011	0.003	0.011
Si	-29.936	10.887	8.098	0.018	-0.017	0
Si	-27.243	-2.725	8.045	-0.009	-0.006	0.001
Si	-24.509	-0.002	8.09	0.013	-0.021	-0.003
Si	-21.787	2.7	8.101	0.014	-0.018	-0.004
Si	-24.505	5.389	8.102	-0.005	0.037	-0.003
Si	-21.76	8.131	8.113	0.006	0	0.005
Si	-24.494	10.855	8.104	-0.015	-0.002	-0.004
Si	-21.733	-2.735	8.161	-0.007	-0.007	0.004
Si	-19.013	-0.019	8.16	-0.003	0.012	0.015
Si	-16.287	2.715	8.179	0.003	0.011	-0.006
Si	-19.069	5.427	8.132	0.009	0.012	0.015
Si	-16.301	8.145	8.176	0.007	-0.018	-0.003
Si	-19.019	10.864	8.145	-0.01	-0.001	-0.017
Si	-16.283	-2.742	8.162	0.019	0.004	-0.012
Si	-13.536	0.003	8.163	0.027	-0.017	-0.002
Si	-10.81	2.716	8.192	-0.007	-0.004	0.003
Si	-13.55	5.438	8.207	0.004	-0.007	0.005
Si	-10.887	8.156	8.28	-0.019	-0.003	0.013
Si	-13.575	10.885	8.208	0.021	0.013	-0.007
Si	-10.814	-2.688	8.231	-0.017	-0.012	0.01
Si	-8.124	0.015	8.242	0.034	-0.016	-0.006
Si	-5.387	2.718	8.334	-0.012	-0.024	0.001
Si	-8.122	5.402	8.229	-0.001	0.026	-0.015
Si	-5.39	8.141	8.296	-0.009	-0.01	0.012
Si	-8.105	10.917	8.307	0.014	-0.03	-0.001
Si	-5.406	-2.698	8.331	-0.01	-0.013	-0.001
Si	-2.646	0.053	8.36	-0.007	0.002	0.001
Si	0.02	2.727	8.35	-0.017	0.023	-0.001
Si	-2.651	5.478	8.314	0.005	0.022	-0.008
Si	0.036	8.143	8.331	-0.007	-0.016	0.004
Si	-2.683	-5.444	8.337	0.004	-0.007	0.007
Si	0.043	-2.701	8.355	-0.011	0.003	0.008
Si	1.412	1.37	9.675	-0.002	0.005	-0.004
Si	4.133	4.086	9.621	0.01	0.004	-0.01
Si	1.406	6.782	9.666	0.003	-0.006	-0.009
Si	4.12	9.499	9.66	0.004	-0.004	0.007
Si	1.409	-4.09	9.673	0.002	0.001	0.002
Si	4.127	-1.385	9.658	-0.014	-0.02	0.004
Si	6.847	1.36	9.579	-0.005	-0.022	-0.003
Si	9.545	4.063	9.552	-0.006	-0.017	0.006
Si	6.838	6.794	9.585	0.014	0.015	0.006
Si	9.546	9.49	9.538	-0.021	-0.004	0.004
Si	6.844	-4.098	9.608	0.002	-0.003	-0.004
Si	9.553	-1.345	9.538	0	0.003	-0.009
Si	12.26	1.384	9.51	0.029	0.023	0.014
Si	14.937	4.1	9.46	0	-0.01	0.008
Si	12.247	6.796	9.5	-0.006	-0.006	-0.007
Si	14.951	9.538	9.476	0.004	0.006	-0.005
Si	12.235	-4.067	9.501	0	-0.018	0.005
Si	14.937	-1.34	9.49	-0.002	0.002	-0.004
Si	17.638	1.397	9.487	-0.003	-0.014	0.005
Si	20.387	4.115	9.481	-0.01	0.009	-0.008
Si	17.656	6.815	9.467	-0.001	-0.017	-0.005
Si	20.376	9.538	9.48	0.002	0.008	-0.006
Si	17.656	-4.049	9.489	0.006	0.017	0.001
Si	20.345	-1.302	9.49	0.008	0.009	0.003
Si	23.085	1.396	9.48	-0.021	-0.014	0.003
Si	25.84	4.077	9.455	-0.016	-0.002	-0.009
Si	23.113	6.827	9.493	0.017	0.021	-0.007
Si	25.794	9.547	9.554	0.002	0.019	0.016
Si	23.064	-4.055	9.539	-0.013	-0.016	0.013
Si	25.801	-1.305	9.505	0.011	0.015	-0.004
Si	28.53	1.368	9.473	0.022	0.003	0.002
Si	31.265	4.022	9.539	-0.016	-0.014	0.018
Si	28.53	6.775	9.515	0.001	0.001	-0.008
Si	31.268	9.521	9.488	-0.002	-0.001	0.015
Si	28.519	-4.04	9.513	0.001	-0.012	0.014
Si	31.248	-1.35	9.424	0.005	0.012	-0.005
Si	33.986	1.288	9.445	0.006	0.002	0.003
Si	-28.557	4.017	9.449	-0.001	-0.001	0.012
Si	34.016	6.754	9.507	-0.013	0.003	0.005
Si	-28.577	9.512	9.454	-0.003	0.005	-0.003
Si	33.95	-4.078	9.428	-0.009	-0.02	-0.006
Si	-28.598	-1.394	9.434	-0.001	-0.007	0.002
Si	-25.87	1.342	9.452	0.01	-0.006	-0.002
Si	-23.136	4.054	9.473	-0.003	0.018	0.003
Si	-25.866	6.753	9.466	-0.02	-0.027	0.006
Si	-23.142	9.484	9.468	-0.003	-0.012	-0.011
Si	-25.877	-4.088	9.424	0.011	0.009	-0.011
Si	-23.146	-1.37	9.46	0.001	-0.004	0.001
Si	-20.423	1.337	9.469	-0.001	-0.013	-0.004
Si	-17.697	4.063	9.492	-0.005	0.002	-0.009
Si	-20.413	6.784	9.499	0.006	0.014	0.004
Si	-17.666	9.51	9.522	0.012	0.029	0.007
Si	-20.389	-4.108	9.512	0.01	0.01	0.004
Si	-17.657	-1.384	9.512	-0.001	-0.009	-0.002
Si	-14.918	1.351	9.522	0.008	0.007	-0.008
Si	-12.185	4.07	9.548	0.019	0.033	0.012
Si	-14.958	6.774	9.54	-0.014	-0.01	0.001
Si	-12.246	9.523	9.599	-0.013	-0.009	0
Si	-14.949	-4.093	9.555	-0.026	-0.02	0.011
Si	-12.211	-1.353	9.566	-0.015	-0.005	0.009
Si	-9.491	1.357	9.597	-0.013	0.009	0.001
Si	-6.773	4.081	9.643	0.01	0.013	0.003
Si	-9.49	6.774	9.583	-0.011	-0.007	0.007
Si	-6.76	9.512	9.631	-0.018	-0.008	0.008
Si	-9.478	-4.043	9.624	0.016	0.03	-0.005
Si	-6.781	-1.334	9.644	-0.005	-0.001	-0.002
Si	-4.033	1.379	9.704	0.013	0.005	0.005
Si	-1.321	4.107	9.69	0	-0.017	-0.006
Si	-4.033	6.803	9.67	-0.003	0.001	0.003
Si	-1.31	-6.797	9.682	0.01	0.025	0
Si	-4.05	-4.078	9.674	-0.005	-0.006	-0.001
Si	-1.312	-1.34	9.701	0.006	0.008	0.009
Si	0.052	0.02	11.042	-0.007	-0.011	0.005
Si	2.783	2.737	11.005	0.004	0.005	0.006
Si	0.057	5.441	11.039	0.01	-0.007	0.003
Si	2.761	8.15	11.026	-0.005	0.001	0.003
Si	0.05	-5.442	11.039	-0.007	0.001	0.004
Si	2.77	-2.728	11.025	0.015	0.004	0.009
Si	5.502	0.005	10.968	0.002	0.005	-0.005
Si	8.196	2.721	10.948	0.002	-0.005	0
Si	5.487	5.45	10.98	-0.009	-0.002	-0.005
Si	8.196	8.158	10.939	-0.001	0	0.003
Si	5.49	-5.443	10.99	-0.003	0.012	0.004
Si	8.212	-2.708	10.932	-0.005	0.004	-0.005
Si	10.908	0.022	10.897	-0.005	0.005	-0.003
Si	13.611	2.744	10.871	-0.009	-0.017	0.004
Si	10.9	5.446	10.895	-0.008	0.001	0.003
Si	13.606	8.174	10.854	0.003	0.006	-0.006
Si	10.898	-5.434	10.886	-0.001	0.01	-0.005
Si	13.593	-2.705	10.87	0.007	0.004	0
Si	16.298	0.023	10.855	0.001	-0.004	0.007
Si	19.02	2.755	10.839	0.005	-0.01	-0.003
Si	16.302	5.458	10.834	0	0.016	-0.005
Si	19.019	8.175	10.836	-0.004	-0.004	-0.004
Si	16.305	-5.421	10.848	0.004	-0.007	-0.003
Si	19.008	-2.681	10.851	-0.001	-0.006	-0.001
Si	21.731	0.038	10.846	-0.006	0.002	-0.001
Si	24.464	2.748	10.829	0.001	-0.012	-0.003
Si	21.746	5.473	10.849	-0.001	-0.003	0
Si	24.445	8.177	10.885	-0.006	0.006	0.006
Si	21.712	-5.423	10.87	-0.002	0.006	0.012
Si	24.454	-2.686	10.86	-0.001	-0.011	-0.007
Si	27.176	0.032	10.857	-0.007	0.009	0.009
Si	29.891	2.686	10.874	0.021	-0.008	0.017
Si	27.173	5.425	10.859	0.018	-0.009	0
Si	29.9	8.155	10.841	-0.005	0.004	0.003
Si	27.18	-5.415	10.877	-0.007	-0.008	0.005
Si	29.904	-2.688	10.836	-0.009	0.007	0.005
Si	32.615	-0.032	10.822	0.007	-0.009	0.006
Si	-29.943	2.673	10.807	0.001	0.003	-0.002
Si	32.626	5.415	10.859	-0.013	-0.006	-0.002
Si	-29.923	8.147	10.834	0.003	0.001	0.002
Si	32.623	-5.435	10.83	0.01	0.004	0.011
Si	-29.959	-2.742	10.802	0	0.005	0.004
Si	-27.238	-0.026	10.801	-0.007	0.007	0.002
Si	-24.507	2.694	10.825	-0.002	0.015	-0.002
Si	-27.223	5.393	10.826	0	0.016	-0.001
Si	-24.507	8.121	10.824	0.011	0.004	0.004
Si	-27.221	-5.451	10.807	-0.001	-0.008	0.006
Si	-24.521	-2.737	10.801	-0.01	0	-0.005
Si	-21.784	-0.02	10.83	0.003	0.013	-0.003
Si	-19.064	2.694	10.833	-0.002	0.005	-0.005
Si	-21.784	5.414	10.84	0.006	0.003	0.01
Si	-19.047	8.138	10.86	0.007	-0.017	0.001
Si	-21.785	-5.473	10.838	0	-0.003	-0.002
Si	-19.035	-2.741	10.866	0.013	-0.007	0.002
Si	-16.298	-0.019	10.865	-0.006	-0.014	-0.006
Si	-13.571	2.708	10.891	0.001	0.001	-0.002
Si	-16.335	5.406	10.869	-0.003	0.003	0.007
Si	-13.614	8.14	10.914	0.004	0.022	-0.005
Si	-16.319	-5.459	10.901	0.01	0.007	0.008
Si	-13.58	-2.731	10.904	0.005	-0.005	0
Si	-10.863	-0.002	10.944	0.006	-0.009	0.003
Si	-8.133	2.704	10.978	0.003	-0.015	-0.002
Si	-10.85	5.416	10.937	-0.013	-0.023	-0.001
Si	-8.132	8.135	10.953	0.008	0.007	-0.001
Si	-10.854	-5.443	10.933	0.003	0.002	-0.005
Si	-8.135	-2.7	10.994	-0.005	0	0.004
Si	-5.402	-0.006	11.016	0.001	-0.009	-0.004
Si	-2.688	2.755	11.045	-0.027	0.021	-0.003
Si	-5.412	5.439	11.006	-0.003	0.002	-0.002
Si	-2.678	8.162	11.024	-0.004	-0.011	-0.003
Si	-5.413	-5.45	11.002	0.002	0.002	-0.008
Si	-2.679	-2.72	11.029	0.009	0.003	-0.002
Si	1.415	-1.351	12.376	0.001	0	0.004
Si	4.151	1.371	12.34	0.004	-0.017	-0.011
Si	1.425	4.087	12.382	-0.004	-0.004	-0.002
Si	4.135	6.798	12.375	0.01	-0.002	0.002
Si	1.408	9.513	12.395	0.003	0.001	0.005
Si	4.141	-4.084	12.366	-0.005	-0.005	0.001
Si	6.864	-1.354	12.319	-0.003	-0.002	-0.005
Si	9.561	1.366	12.301	-0.009	-0.013	0.007
Si	6.846	4.084	12.332	-0.003	-0.006	0.002
Si	9.559	6.799	12.289	-0.007	0.003	-0.001
Si	6.855	9.516	12.332	-0.001	0.007	-0.009
Si	9.57	-4.071	12.288	0.002	-0.006	0.003
Si	12.256	-1.347	12.263	-0.002	-0.001	0.003
Si	14.963	1.382	12.237	0.007	0.005	-0.001
Si	12.258	4.09	12.257	0.009	0.007	0
Si	14.968	6.822	12.22	0.007	-0.007	0
Si	12.268	9.533	12.245	-0.003	-0.007	-0.002
Si	14.961	-4.063	12.229	0.005	0.001	0.002
Si	17.659	-1.33	12.222	0.004	0.003	0.001
Si	20.383	1.403	12.206	-0.002	0.003	0.007
Si	17.668	4.113	12.209	-0.005	-0.003	-0.001
Si	20.388	6.837	12.212	-0.001	0.007	0.007
Si	17.672	9.541	12.206	0.013	0.005	0.002
Si	20.371	-4.039	12.212	-0.009	0.001	0.001
Si	23.097	-1.32	12.21	-0.008	-0.003	0.002
Si	25.82	1.399	12.206	0	0.006	-0.002
Si	23.117	4.114	12.198	0.016	-0.008	-0.005
Si	25.825	6.808	12.211	-0.009	0	-0.008
Si	23.086	9.548	12.225	-0.009	-0.007	-0.001
Si	25.819	-4.046	12.221	0.009	0.008	-0.003
Si	28.54	-1.339	12.206	0.016	0.017	0
Si	31.269	1.33	12.204	-0.011	-0.002	0.002
Si	28.544	4.079	12.215	-0.003	-0.017	-0.003
Si	31.255	6.788	12.201	0.009	0.016	-0.002
Si	28.548	9.52	12.205	0.006	-0.002	0
Si	31.26	-4.072	12.186	-0.003	-0.005	-0.002
Si	33.975	-1.388	12.183	-0.002	-0.014	-0.001
Si	-28.586	1.327	12.183	-0.003	-0.01	0.004
Si	-31.295	4.039	12.192	0	0.002	0.001
Si	-28.578	6.769	12.185	0.001	0.001	0
Si	-31.302	9.506	12.181	0.003	-0.006	-0.001
Si	-28.599	-4.103	12.164	-0.006	-0.008	-0.004
Si	-25.88	-1.385	12.17	0.011	-0.013	0.006
Si	-23.146	1.335	12.189	0.007	-0.013	-0.002
Si	-25.865	4.046	12.195	0.006	0.011	0.006
Si	-23.154	6.766	12.195	-0.004	-0.004	0
Si	-25.876	9.495	12.17	-0.005	0.006	-0.002
Si	-23.168	-4.1	12.17	-0.013	0.006	-0.002
Si	-20.423	-1.377	12.196	-0.005	-0.013	-0.003
Si	-17.697	1.336	12.191	-0.004	0.011	-0.008
Si	-20.43	4.042	12.195	0.005	0.007	-0.002
Si	-17.699	6.759	12.221	0.012	0.005	0.003
Si	-20.431	9.487	12.208	0.01	0.008	-0.001
Si	-17.694	-4.1	12.241	0	0	0.002
Si	-14.958	-1.377	12.246	0.001	0.001	0.004
Si	-12.237	1.354	12.282	-0.006	0.011	-0.003
Si	-14.967	4.052	12.23	-0.007	-0.004	-0.005
Si	-12.244	6.775	12.259	-0.003	0.019	-0.001
Si	-14.969	9.492	12.268	-0.011	-0.022	0.009
Si	-12.224	-4.092	12.275	-0.007	0	-0.001
Si	-9.513	-1.356	12.327	0.005	0	-0.002
Si	-6.771	1.354	12.352	0.01	-0.003	0.001
Si	-9.509	4.06	12.318	-0.001	0.014	0.01
Si	-6.784	6.792	12.345	0.008	0.004	0.004
Si	-9.5	9.502	12.289	0	-0.013	-0.001
Si	-6.78	-4.082	12.334	-0.011	0.007	0.002
Si	-4.043	-1.364	12.379	-0.014	-0.008	0.004
Si	-1.316	1.389	12.383	-0.004	0.018	-0.012
Si	-4.063	4.095	12.392	0.004	-0.005	0.005
Si	-1.315	6.805	12.378	0.001	0.004	-0.002
Si	-4.054	9.516	12.36	-0.005	0.013	-0.005
Si	-1.314	-4.078	12.387	-0.002	-0.002	0.008
Si	2.781	0.031	13.702	0.006	0.001	-0.006
Si	5.492	2.731	13.718	-0.011	-0.002	-0.002
Si	2.776	5.442	13.749	-0.004	0.006	0.003
Si	5.498	8.174	13.722	0.004	0.012	-0.003
Si	2.783	10.883	13.732	0.014	0.005	-0.003
Si	5.506	-2.7	13.697	-0.002	0.005	-0.004
Si	8.213	0.009	13.685	-0.009	-0.006	-0.007
Si	10.914	2.741	13.656	0.001	-0.001	0.002
Si	8.208	5.454	13.679	-0.001	0.005	-0.005
Si	10.927	8.173	13.629	-0.004	0.001	-0.007
Si	8.22	10.893	13.666	-0.012	0	0.002
Si	10.92	-2.705	13.663	0.004	0.005	0.008
Si	13.618	0.018	13.616	0.001	0.005	-0.001
Si	16.329	2.747	13.589	0.004	-0.015	0.001
Si	13.626	5.46	13.596	-0.009	0.005	-0.009
Si	16.323	8.189	13.587	0.004	-0.002	-0.004
Si	13.621	10.9	13.615	0.004	0.004	-0.008
Si	16.322	-2.704	13.594	-0.005	-0.006	-0.001
Si	19.031	0.036	13.564	0	-0.007	0
Si	21.76	2.758	13.559	-0.009	-0.004	-0.003
Si	19.029	5.48	13.57	-0.002	-0.008	-0.002
Si	21.743	8.197	13.591	0.013	0.021	0.014
Si	19.031	10.907	13.563	-0.008	0.009	-0.007
Si	21.745	-2.685	13.567	-0.001	-0.015	0
Si	24.472	0.035	13.563	0.007	0.01	0.002
Si	27.175	2.752	13.577	0.006	0.003	-0.001
Si	24.47	5.467	13.574	-0.003	0.007	0.004
Si	27.194	8.16	13.568	0	0.004	0.004
Si	24.461	10.906	13.569	-0.009	-0.001	-0.002
Si	27.188	-2.699	13.579	-0.002	-0.015	0.006
Si	29.901	0.002	13.572	0.008	-0.014	0.006
Si	32.617	2.698	13.567	-0.003	-0.012	-0.002
Si	29.901	5.435	13.578	-0.02	-0.008	0.009
Si	32.608	8.156	13.547	-0.012	0	0.005
Si	29.909	10.883	13.552	0.007	0.004	0.01
Si	32.625	-2.737	13.557	0.012	0.011	0.008
Si	35.328	-0.023	13.547	0.003	0.01	-0.002
Si	-27.231	2.689	13.552	0.005	0.008	0.002
Si	-29.95	5.42	13.545	0.002	0.01	-0.001
Si	-27.226	8.131	13.545	0.008	-0.003	0.002
Si	-29.94	10.852	13.541	0.001	-0.001	0.001
Si	-27.253	-2.738	13.53	-0.011	-0.004	-0.009
Si	-24.509	-0.031	13.533	-0.004	0.02	-0.009
Si	-21.789	2.689	13.564	0.001	0.01	-0.001
Si	-24.51	5.405	13.559	0	0.007	0.006
Si	-21.8	8.12	13.56	0	-0.007	0.003
Si	-24.537	10.865	13.533	0.009	-0.016	0.002
Si	-21.809	-2.738	13.53	0.011	-0.003	0.002
Si	-19.067	-0.007	13.557	0.01	-0.003	-0.006
Si	-16.339	2.676	13.565	0.004	0.002	-0.005
Si	-19.071	5.386	13.561	-0.003	-0.002	-0.005
Si	-16.333	8.099	13.591	-0.018	0.007	0.003
Si	-19.074	10.848	13.57	0.005	0.003	0.003
Si	-16.336	-2.733	13.593	0.005	-0.008	0.006
Si	-13.603	-0.024	13.616	-0.004	-0.003	0
Si	-10.886	2.701	13.659	0.002	-0.011	0.003
Si	-13.616	5.411	13.6	0.007	0.006	-0.005
Si	-10.873	8.124	13.614	-0.007	0.003	-0.01
Si	-13.589	10.853	13.61	0.008	-0.003	-0.005
Si	-10.872	-2.745	13.654	0.004	0.002	0.001
Si	-8.139	-0.018	13.687	-0.006	0.001	0
Si	-5.421	2.71	13.727	-0.008	-0.003	-0.003
Si	-8.151	5.416	13.683	0.002	-0.01	0.002
Si	-5.424	8.156	13.704	0.011	-0.004	-0.004
Si	-8.145	10.86	13.66	0.013	0.007	-0.005
Si	-5.414	-2.744	13.704	0	-0.005	-0.001
Si	-2.683	0.021	13.722	0.01	0.003	-0.016
Si	0.046	2.748	13.737	-0.002	-0.003	-0.001
Si	-2.689	5.461	13.731	-0.008	-0.004	0
Si	0.038	8.15	13.75	-0.007	-0.002	0
Si	-2.69	-5.456	13.716	-0.011	-0.012	-0.005
Si	0.056	-2.709	13.734	-0.003	0.008	0.008
Si	1.425	1.393	15.069	0.009	0	-0.016
Si	4.128	4.076	15.108	0.012	-0.021	0.005
Si	1.397	6.789	15.113	0.004	-0.018	0.001
Si	4.138	9.529	15.101	-0.008	-0.005	0.003
Si	1.427	-4.07	15.085	0.015	-0.004	0.02
Si	4.141	-1.326	15.047	-0.01	0.017	-0.01
Si	6.863	1.371	15.066	0.005	-0.023	-0.006
Si	9.566	4.103	15.045	-0.011	0.007	0.009
Si	6.867	6.812	15.068	-0.009	0.007	0.004
Si	9.59	9.533	15.014	0	-0.003	-0.001
Si	6.869	-4.069	15.041	0.007	0.01	0.002
Si	9.567	-1.347	15.051	-0.004	0.004	0
Si	12.284	1.378	15.004	0.002	-0.022	0.002
Si	14.981	4.108	14.961	0	0	-0.007
Si	12.291	6.811	14.981	0.012	-0.013	-0.007
Si	14.987	9.55	14.977	-0.006	0.003	0.004
Si	12.288	-4.072	15.021	-0.002	0.004	0.004
Si	14.972	-1.354	14.971	0.015	0.005	0.003
Si	17.691	1.388	14.946	-0.007	0.007	0.007
Si	20.411	4.131	14.915	0.005	-0.004	0.001
Si	17.687	6.842	14.952	0.009	0.009	0.011
Si	20.399	9.582	14.943	-0.021	0.012	-0.003
Si	17.698	-4.065	14.943	0.026	-0.028	-0.004
Si	20.398	-1.311	14.922	-0.005	0.006	0.002
Si	23.13	1.408	14.921	-0.005	-0.002	0
Si	25.842	4.135	14.945	0	-0.009	-0.01
Si	23.127	6.84	14.931	0.006	-0.017	-0.004
Si	25.835	9.539	14.908	0.002	0.002	-0.01
Si	23.108	-4.047	14.925	-0.003	0.001	0.005
Si	25.831	-1.323	14.93	0	0.008	0.004
Si	28.543	1.389	14.914	-0.007	0.019	-0.012
Si	31.259	4.065	14.934	0.023	-0.015	0
Si	28.541	6.798	14.945	0.005	0.013	0.002
Si	31.253	9.514	14.921	-0.002	0.011	-0.004
Si	28.553	-4.084	14.918	0.012	-0.013	-0.002
Si	31.265	-1.368	14.911	-0.013	0.006	0.001
Si	33.977	1.334	14.922	0.007	-0.01	-0.008
Si	-28.598	4.059	14.905	-0.004	0.013	0.01
Si	33.957	6.786	14.899	-0.017	0.01	-0.001
Si	-28.59	9.487	14.908	0.004	-0.016	-0.005
Si	33.976	-4.122	14.906	0.01	-0.015	0.004
Si	36.675	-1.387	14.912	-0.001	0	0.002
Si	-25.861	1.321	14.901	0.018	-0.035	0.005
Si	-23.158	4.039	14.924	0.004	0.015	-0.003
Si	-25.878	6.766	14.911	0.009	0.002	-0.003
Si	-23.188	9.494	14.885	-0.003	0.013	0.004
Si	-25.908	-4.097	14.899	-0.022	0.018	-0.006
Si	-23.152	-1.376	14.911	0	-0.016	0.001
Si	-20.431	1.334	14.938	-0.001	0.015	-0.003
Si	-17.716	4.014	14.92	-0.001	0.003	-0.009
Si	-20.452	6.728	14.909	0.006	-0.003	0
Si	-17.717	9.455	14.906	0.006	-0.012	-0.008
Si	-20.464	-4.101	14.891	-0.002	-0.014	0.001
Si	-17.71	-1.352	14.924	-0.005	0.005	0
Si	-14.989	1.33	14.947	-0.01	-0.009	-0.011
Si	-12.268	4.073	14.985	-0.017	0.006	-0.002
Si	-14.984	6.738	14.975	0	-0.001	0.016
Si	-12.227	9.477	14.963	0.018	-0.005	-0.001
Si	-14.969	-4.105	14.933	0.01	0.008	0.003
Si	-12.248	-1.385	14.982	-0.014	0.001	-0.007
Si	-9.52	1.338	15.011	0.005	0.011	-0.004
Si	-6.808	4.057	15.061	0.009	0.001	0.013
Si	-9.54	6.772	15.008	-0.008	0.006	-0.004
Si	-6.798	9.512	15.041	0.003	0.008	-0.004
Si	-9.51	-4.114	15.012	-0.001	-0.008	-0.002
Si	-6.78	-1.388	15.046	-0.005	-0.005	0.003
Si	-4.048	1.364	15.094	0.001	0.011	0.012
Si	-1.325	4.111	15.088	0.009	0.016	-0.012
Si	-4.057	6.818	15.076	-0.014	0.021	-0.005
Si	-1.345	9.506	15.088	-0.015	0.004	0.004
Si	-4.064	-4.112	15.061	0.011	-0.015	0.009
Si	-1.306	-1.325	15.069	-0.008	0.012	0.003
Si	0.078	0.04	16.422	-0.001	0.007	-0.001
Si	2.727	2.75	16.488	-0.001	-0.022	0.009
Si	0.014	5.45	16.494	-0.017	-0.004	0.006
Si	2.755	8.163	16.45	0.025	0.025	0.01
Si	0.033	-5.443	16.401	-0.009	-0.023	-0.003
Si	2.797	-2.675	16.419	-0.001	0.006	-0.009
Si	5.472	0.035	16.427	-0.012	-0.002	-0.004
Si	8.214	2.743	16.425	-0.006	-0.019	0.006
Si	5.502	5.454	16.435	-0.01	0.009	-0.005
Si	8.265	8.172	16.401	-0.005	0.004	-0.008
Si	5.521	10.912	16.428	-0.004	-0.013	-0.005
Si	8.209	-2.714	16.423	-0.012	0.005	0.01
Si	10.939	0.029	16.394	0	0.009	0.007
Si	13.649	2.747	16.353	0.007	0.022	-0.002
Si	10.959	5.465	16.381	0.014	0.034	-0.008
Si	13.634	8.181	16.341	-0.011	0.006	-0.008
Si	10.935	10.885	16.397	0.011	-0.006	0.004
Si	13.653	-2.712	16.386	-0.002	-0.017	0.006
Si	16.344	0.006	16.308	0	-0.004	-0.005
Si	19.072	2.762	16.273	0	-0.005	-0.005
Si	16.333	5.476	16.316	-0.016	-0.004	-0.006
Si	19.047	8.228	16.299	0.011	0.012	-0.006
Si	16.364	10.905	16.337	0.001	0.007	0.007
Si	19.07	-2.698	16.279	-0.016	0.003	-0.009
Si	21.775	0.045	16.271	0.008	0.001	-0.002
Si	24.478	2.786	16.283	-0.001	0	0.003
Si	21.757	5.502	16.283	0.001	0.011	0.003
Si	24.506	8.188	16.29	-0.014	0.006	-0.001
Si	21.768	10.932	16.318	0.001	-0.006	0.003
Si	24.465	-2.689	16.278	0.007	0.002	-0.005
Si	27.2	0.043	16.278	-0.003	-0.003	-0.005
Si	29.877	2.733	16.306	-0.016	-0.021	0.004
Si	27.185	5.477	16.352	-0.021	-0.014	0.022
Si	29.896	8.16	16.295	0.011	0.011	-0.001
Si	27.195	10.874	16.28	0.005	0.005	-0.001
Si	29.927	-2.737	16.268	0.001	0	-0.003
Si	32.603	-0.009	16.284	0	-0.004	0.006
Si	35.324	2.709	16.276	-0.002	-0.004	-0.002
Si	32.616	5.434	16.285	-0.005	0.008	0.008
Si	35.308	8.14	16.263	0.003	-0.002	0.008
Si	32.626	10.846	16.287	-0.001	-0.008	-0.003
Si	35.319	-2.763	16.268	0	0.006	-0.007
Si	38.053	-0.027	16.258	0.001	0.012	-0.005
Si	-24.508	2.668	16.28	-0.001	0.009	-0.003
Si	-27.243	5.411	16.273	0.009	0.014	-0.003
Si	-24.531	8.135	16.266	-0.006	-0.011	0.002
Si	-27.252	10.855	16.279	0.008	0.001	0.01
Si	-24.549	-2.722	16.243	-0.001	0.005	-0.003
Si	-21.803	-0.015	16.3	0.003	-0.004	0.011
Si	-19.06	2.672	16.316	0.017	0.001	-0.004
Si	-21.802	5.38	16.302	0	-0.017	0.012
Si	-19.083	8.078	16.244	0.013	0.018	-0.009
Si	-21.839	10.855	16.235	0.005	0.01	0
Si	-19.119	-2.706	16.223	0.001	0.002	-0.012
Si	-16.344	-0.019	16.32	-0.008	0.021	0.012
Si	-13.642	2.696	16.303	0.012	0.001	-0.009
Si	-16.368	5.34	16.301	0.016	-0.005	0.001
Si	-13.583	8.1	16.3	-0.01	-0.004	-0.004
Si	-16.333	10.812	16.227	-0.002	-0.01	-0.019
Si	-13.625	-2.747	16.315	0.014	-0.01	-0.001
Si	-10.869	-0.048	16.341	0.006	-0.008	0
Si	-8.191	2.686	16.402	-0.036	-0.001	0.002
Si	-10.903	5.409	16.369	0.019	-0.004	-0.004
Si	-8.199	8.152	16.356	0.012	0.016	-0.014
Si	-10.872	10.822	16.343	0.006	-0.002	0.002
Si	-8.129	-2.783	16.383	0.004	0.002	-0.002
Si	-5.428	-0.025	16.411	0.004	-0.02	-0.005
Si	-2.681	2.755	16.438	-0.032	-0.009	0.016
Si	-5.442	5.446	16.382	0.032	0.007	-0.009
Si	-2.709	8.16	16.478	0	-0.012	-0.002
Si	-5.42	-5.489	16.427	-0.009	-0.009	0.01
Si	-2.692	-2.715	16.356	0.001	0.011	-0.014
O	10.167	1.933	1.202	-0.284	0.26	-0.362
O	14.237	-4.657	1.539	-0.336	-0.024	-0.057
O	27.369	-1.354	0.447	-0.331	0.291	0.284
O	-32.139	-3.157	0.944	0.04	-0.449	-0.593
O	-30.873	-0.878	1.483	-0.057	0.074	-0.104
O	-27.559	-4.112	1.826	0.11	-0.173	0.252
O	-23.687	5.953	1.357	0.175	-0.156	0.066
O	-11.046	1.589	1.264	0.283	-0.164	-0.174
O	-14.552	4.953	1.534	-0.032	0.436	-0.189
O	-9.235	3.464	1.396	0.216	-0.369	-0.221
O	-7.993	5.775	1.62	0.246	0.324	-0.337
O	-5.507	-7.953	1.89	0.426	0.256	-0.036
O	-9.682	-7.766	1.57	-0.005	-0.223	-0.218
O	-4.741	-7.162	-0.364	0.035	0.514	-0.374
O	-2.154	-6.346	-0.675	-0.294	0.232	0.226
O	-2.772	-4.63	1.54	0.01	-0.347	0.003
O	31.915	-1.919	2.84	0.224	0.238	0.004
O	-11.384	3.353	3.099	-0.121	-0.217	-0.064
O	0.641	6.112	21.872	0.15	0.118	0.299
O	1.658	3.103	23.315	0.185	0.208	0.075
O	-0.416	4.529	23.76	0.005	-0.013	0.386
O	-1.842	6.403	22.891	-0.291	-0.084	0.112
O	8.824	7.424	23.146	-0.14	-0.227	0.013
O	7.429	-2.209	23.109	-0.464	-0.328	0.419
O	-17.567	0.465	23.746	-0.229	-0.202	0.096
O	-11.877	0.305	22.874	-0.355	-0.325	0.05
O	-11.779	-4.38	22.792	0.008	0.034	0.132
O	-7.434	-4.08	22.673	-0.331	-0.499	-0.394
O	-0.831	-7.696	23.825	0.105	0.24	-0.249
O	-5.344	-5.47	23.314	-0.012	-0.18	0.247
O	-3.023	-2.255	26.321	-0.064	0.024	-0.028
O	-1.445	2.204	27.309	0.135	0.044	-0.701
O	4.07	1.054	24.563	-0.608	0.063	0.377
O	5.615	2.891	23.568	-0.273	-0.164	0.484
O	0.358	7.461	25.891	-0.112	-0.202	0.024
O	-0.644	1.953	24.227	-0.252	-0.037	0.416
O	-1.287	0.783	-4.097	-0.191	0.338	0.483
O	1.428	-6.741	24.626	0.04	0.014	0.258
O	4.434	-4.366	24.491	0.241	-0.19	0.107
O	5.913	-0.821	24.734	0.069	-0.581	0.307
O	8.552	0.987	-5.494	0.005	-0.133	-0.27
O	9.91	2.115	24.319	-0.043	0.682	0.185
O	7.401	4.779	24.271	0.408	-0.088	0.067
O	6.841	-7.007	27.094	0.407	-0.27	0.301
O	7.255	7.179	25.519	0.82	0.245	-0.039
O	11.241	-8.068	23.842	-0.188	0.005	0.316
O	9.287	-3.155	-3.455	0.364	0.1	0.068
O	7.634	-4.21	-5.47	0.08	-0.128	0.576
O	10.197	-3.837	24.68	0.008	-0.416	0.26
O	14.327	-0.389	24.742	0.395	-0.432	-0.05
O	12.193	3.441	24.496	0.096	-0.049	0.423
O	13.845	5.332	23.71	-0.138	-0.121	0.263
O	16.024	6.583	24.456	-0.279	-0.169	0.504
O	12.582	7.715	-3.987	-0.52	0.386	-0.044
O	13.097	-6.407	24.584	-0.068	0.264	0.413
O	13.211	-4.729	26.613	-0.093	0.457	-0.078
O	14.834	-4.465	24.565	-0.058	-0.067	0.545
O	18.267	-1.443	26.263	-0.229	-0.316	-0.076
O	16.392	-2.686	23.531	-0.026	0.129	0.316
O	19.061	0.696	24.888	0.558	-0.425	-0.458
O	16.972	-6.854	-4.611	-0.087	-0.369	-0.19
O	12.066	0.826	24.927	0.086	0.115	0.098
O	15.954	5.476	27.458	-0.343	-0.243	-0.467
O	17.406	-7.603	24.311	-0.35	0.245	0.397
O	20.667	-4.118	24.652	0.333	0.26	0.613
O	22.053	-2.452	23.421	0.072	-0.02	0.244
O	23.94	-0.68	23.993	-0.074	0.111	0.147
O	26.11	-1.16	25.337	0.424	-0.048	-0.307
O	16.618	0.435	25.665	0.046	-0.082	0.561
O	19.889	2.699	26.354	0.073	-0.473	0.367
O	26.35	5.703	-2.897	0.226	0.053	0.279
O	24.639	6.15	24.072	-0.428	0.018	-0.215
O	24.761	-4.258	26.342	-0.251	0.295	0.159
O	28.751	-1.185	24.422	0.211	-0.287	0.38
O	29.009	-2.666	-4.551	-0.053	-0.317	0.83
O	30.606	0.592	23.754	0.076	-0.04	0.145
O	30.45	-0.505	-4.164	-0.183	0.285	0.379
O	25.233	3.981	25.38	0.366	-0.318	-0.325
O	30.844	-4.551	24.682	0.439	0.018	0.223
O	27.592	-3.291	26.269	-0.187	-0.365	-0.725
O	-29.122	1.425	24.476	-0.102	-0.337	0.469
O	-27.925	3.665	25.112	0.11	0.498	0.109
O	32.546	2.562	23.474	-0.281	0.131	0.416
O	-30.55	3.705	24.501	0.073	0.171	0.285
O	-27.106	8.059	23.336	-0.032	-0.142	0.102
O	-30.213	-5.346	26.642	0.091	0.175	0.006
O	-29.239	-4.5	24.326	-0.208	0.495	0.091
O	-27.299	-2.742	23.584	-0.338	-0.2	0.295
O	-25.671	-0.668	24.158	-0.273	0	0.018
O	-29.734	0.74	27.551	-0.68	0.044	0.167
O	-23.629	0.982	24.456	0.24	-0.269	0.497
O	-25.489	4.351	24.591	0.188	0.206	0.325
O	-27.779	-7.493	-1.38	-0.176	-0.081	-0.458
O	-26.076	3.669	27.049	-0.318	-0.352	0.334
O	-23.578	7.471	24.357	0.243	-0.109	0.3
O	-25.203	-6.7	24.217	-0.112	0.52	0.231
O	-20.496	7.055	24.721	-0.513	0.11	-0.48
O	-20.521	-1.984	24.515	-0.135	0.544	0.225
O	-22.549	1.182	-0.187	-0.206	0.103	-0.186
O	-22.753	-6.338	24.958	0.656	-0.11	-0.004
O	-16.46	2.943	23.806	0.126	0.082	0.196
O	-20.097	4.489	24.325	0.728	0.03	0.01
O	-17.92	7.408	24.343	0.365	-0.392	0.212
O	-20.488	-2.323	27.142	-0.46	-0.276	0.477
O	-14.045	-5.246	26.177	0.201	0.679	-0.019
O	-9.896	-2.15	24.421	0.055	-0.156	0.113
O	-12.84	1.484	24.982	-0.387	0.503	-0.115
O	-14.5	4.733	24.32	0.019	0.227	0.29
O	-12.668	7.595	-4.607	0.282	0.014	0.25
O	-12.028	4.74	25.322	0.048	-0.155	0.054
O	-15.365	-6.674	24.367	-0.093	-0.203	0.561
O	-7.289	-5.214	25.094	-0.062	0.026	0.112
O	-14.226	-4.423	23.726	-0.242	-0.014	-0.28
O	-11.013	-2.984	26.657	-0.139	0.245	0.145
O	-12.508	-2.544	24.519	-0.2	0.064	0.139
O	-11.37	-0.529	25.852	0.355	0.192	0.156
O	-10.909	2.639	23.531	0.175	-0.068	0.205
O	-9.692	2.069	26.676	-0.211	-0.234	-0.348
O	-3.819	-1.011	-4.82	-0.141	-0.671	0.1
O	-11.093	8.004	23.563	-0.145	0.096	0.594
O	-5.832	-3.135	24.528	-0.054	-0.053	-0.078
O	-2.665	0.063	23.734	-0.013	-0.159	0.758
O	-7.608	5.731	24.32	0.217	0.171	0.266
O	-5.722	4.338	26.812	-0.127	0.362	-0.094
O	-4.164	5.598	25.124	0.447	-0.202	-0.149
O	-0.386	4.723	-1.489	0.136	-0.275	-0.049
O	-2.993	-7.153	27.475	-0.067	0.097	-0.423
O	-1.618	-3.824	24.617	0.016	-0.448	0.04
O	3.859	1.946	-3.492	-0.087	-0.586	-0.486
O	26.533	1.421	-2.33	-0.023	0.033	-0.073
O	2.194	8.111	27.611	-0.049	0.325	-0.132
O	15.648	3.518	-4.777	0.448	-0.088	0.079
O	2.754	6.65	25.419	-0.401	-0.009	-0.205
O	4.861	8.133	25.9	-0.531	0.275	0.372
O	4.74	-5.343	26.953	-0.491	-0.254	0.017
O	6.365	-5.767	-3.974	0.327	0.192	0.259
O	2.953	-3.409	26.369	-0.45	-0.373	0.073
O	11.646	4.168	-4.373	0.532	0.209	0.3
O	8.157	0.239	23.74	-0.118	-0.031	0.616
O	-28.773	-5.423	-0.118	-0.3	-0.288	-0.04
O	12.082	6.74	26.888	0.009	-0.154	-0.209
O	9.657	-5.761	-4.096	-0.125	-0.398	0.27
O	15.126	-6.485	26.338	0.813	-0.304	-0.048
O	1.929	3.292	-2.243	-0.192	0.046	0.038
O	10.693	-3.093	27.215	0.141	-0.178	0.184
O	23.788	-7.934	-3.193	0.101	0.026	0.388
O	19.295	-6.509	-3.243	-0.318	-0.277	0.384
O	10.861	1.718	-4.367	-0.051	0.105	0.736
O	-25.889	6.234	-4.868	-0.083	-0.137	0.109
O	18.592	3.696	0.199	0.049	0.544	-0.388
O	-8.333	-4.428	-2.243	0.197	-0.12	0.828
O	17.866	1.47	-0.865	0.009	-0.037	0.207
O	18.35	4.622	27.423	-0.338	-0.269	0.105
O	16.511	-0.133	-2.371	0.075	-0.199	-0.011
O	15.59	-6.852	-0.743	-0.269	-0.033	0.279
O	-26.175	-3.25	-3.7	0.184	-0.039	-0.151
O	23.009	1.307	-5.208	0.071	0.451	0.159
O	14.633	-5.773	-4.581	0.098	0.016	0.572
O	-27.014	3.787	-2.158	0.273	-0.393	0.013
O	-30.442	6.842	-4.69	-0.448	-0.363	-0.139
O	25.238	6.355	-0.523	-0.306	-0.101	-0.302
O	25.239	-0.95	-2.981	0.246	-0.384	0.708
O	-28.337	-1.11	-4.558	0.116	-0.458	0.017
O	-16.716	5.059	-3.313	0.195	0.214	0.257
O	21.788	7.493	25.908	-0.015	-0.122	0.043
O	-30.634	-5.47	-4.14	0.117	-0.196	0.231
O	1.404	-7.308	-3.493	0.174	-0.204	-0.143
O	-28.432	-2.615	-2.477	-0.308	0	0.053
O	26.411	-6.027	25.198	0.133	-0.113	0.41
O	-18.938	8.099	26.595	0.046	0.538	0.51
O	7.653	-1.684	-4.923	-0.348	0.432	0.12
O	18.996	-4.858	26.508	-0.423	-0.085	0.099
O	32.245	-5.453	-1.14	-0.013	0.238	0.509
O	-9.477	5.106	26.005	-0.003	0.373	0.154
O	29.351	-0.019	-0.644	-0.115	0.408	-0.46
O	-31.3	4.673	-3.025	0.183	0.104	-0.327
O	29.755	-2.439	0.215	0.302	-0.065	-0.152
O	30.133	-7.76	-5.005	0.065	0.349	0.276
O	32.45	4.47	-5.289	-0.051	0.782	0.376
O	32.225	-4.726	26.845	0.282	-0.341	0.043
O	-31.873	-7.248	-2.597	0.416	-0.092	0.012
O	30.738	-6.831	26.151	0.536	-0.37	0.086
O	14.245	5.741	-4.599	-0.567	-0.208	-0.045
O	28.231	-7.636	26.08	-0.48	-0.301	0.337
O	-27.872	3.006	-4.709	0.786	0.138	-0.158
O	5.421	-5.677	-1.581	-0.135	0.089	-0.143
O	-16.259	-1.238	27.141	0.08	-0.302	-0.221
O	32.199	-2.144	-5.26	-0.639	-0.007	-0.17
O	-27.627	7.5	26.646	0.154	-0.358	-0.397
O	-27.932	7.648	-4.197	-0.182	0.428	0.361
O	-3.152	7.919	24.737	0.2	0.418	0.49
O	-7.999	-1.077	-2.315	-0.155	0.529	-0.199
O	-30.619	-3.099	-5.227	0.098	0.378	0.226
O	-27.486	-0.595	26.729	0.261	0.059	-0.529
O	-24.4	-7.62	26.562	0.176	-0.342	0.061
O	-20.305	-1.342	-0.099	-0.153	-0.564	-0.1
O	18.61	-5.397	23.9	0.101	0.495	-0.201
O	-25.639	-5.372	27.3	-0.733	-0.027	-0.275
O	-31.161	-6.41	24.418	-0.052	0.436	0.127
O	-19.041	7.389	-4.372	0.12	-0.074	0.708
O	-12.055	1.481	27.495	-0.488	-0.071	0.158
O	-20.809	-6.962	-4.087	0.612	0.286	-0.053
O	28.149	6.709	0.499	-0.03	-0.135	-0.33
O	-25.862	-2.735	26.574	-0.188	-0.178	-0.494
O	-20.704	2.354	-3.621	-0.131	0.407	0.483
O	-14.91	-7.888	-3.544	-0.417	-0.043	0.245
O	-17.45	1.955	-5.491	-0.15	-0.141	0.563
O	14.508	1.784	26.33	-0.11	0.094	0.047
O	15.001	7.039	-0.117	-0.598	0.014	-0.177
O	-0.545	-2.972	26.83	0.499	-0.182	-0.388
O	-10.81	-5.079	-2.183	-0.401	-0.223	-0.451
O	-16.359	-2.97	-4.486	0.356	-0.165	-0.477
O	-21.014	-4.432	-3.792	-0.076	0.43	-0.487
O	-15.787	1.343	26.529	0.276	0.3	-0.369
O	-17.941	-0.922	-4.701	-0.194	-0.111	0.221
O	-16.413	3.678	27.673	0.047	0.015	-0.664
O	-15.395	1.14	-1.656	0.283	-0.526	0.266
O	-8.546	6.486	-2.964	-0.364	-0.009	-0.053
O	17.784	7.028	26.343	0.167	0.101	0.38
O	13.273	-4.175	-1.085	0.101	-0.079	-0.309
O	-5.963	6.186	-2.558	0.63	0.208	-0.329
O	13.628	2.844	0.589	-0.057	-0.045	-0.458
O	-9.635	-3.726	-4.345	0.32	0.211	-0.036
O	1.575	5.531	27.378	0.108	0.057	0.333
O	-13.776	-0.299	26.81	0.104	-0.611	0.484
O	-24.371	4.322	-3.876	-0.136	-0.554	-0.122
O	13.568	-3.507	-4.184	0.065	-0.099	0.591
O	-10.888	7.029	-1.916	0.239	0.347	-0.326
O	1.945	3.341	-4.907	-0.027	-0.514	-0.113
O	-32.516	0.421	-5.284	0.148	0.169	0.474
O	6.912	-4.215	0.069	-0.258	0.399	0.358
O	-0.405	-5.691	-4.586	0.379	0.582	0.027
O	-3.205	4.074	27.108	0.104	0.287	0.041
O	1.438	-1.729	24.867	-0.172	0.039	0.268
O	-22.439	5.282	-2.228	0.018	-0.2	-0.096
O	-5.721	7.534	24.162	-0.105	0.52	-0.133
O	-9.678	2.406	-4.009	0.42	-0.439	0.061
O	1.697	6.347	-0.674	0.209	-0.026	-0.27
O	11.105	-4.598	-2.238	0.062	0.282	0.275
O	-29.889	-1.407	26.156	0.001	-0.531	0.15
O	-5.302	-1.058	26.078	-0.73	0.343	0.298
O	14.866	8.109	-5.477	0.332	-0.1	0.123
O	-25.754	-1.394	-0.092	-0.31	0.262	-0.107
O	6.423	5.354	-4.305	-0.061	0.655	-0.212
O	-7.819	3.212	25.215	0.273	-0.078	-0.066
O	3.869	-6.458	-3.66	-0.194	0.485	-0.357
O	3.476	7.292	-3.464	-0.05	-0.557	-0.155
O	1.536	1.311	-0.52	0.325	-0.315	-0.092
O	18.147	-4.554	-4.569	-0.538	0.274	0.053
O	-17.915	-1.275	-1.286	-0.024	0.728	-0.292
O	10.01	6.567	25.384	-0.354	-0.281	0.219
O	5.467	1.209	-1.429	0.181	-0.75	0.042
O	7.435	4.983	26.868	0.468	0.194	0.123
O	27.59	-7.074	-0.425	-0.062	0.434	-0.078
O	-3.017	7.667	-1.522	-0.362	-0.545	0.038
O	-25.234	-0.937	-4.594	0.133	0.394	0.169
O	-24.833	4.991	-1.381	0.452	0.437	0.24
O	-10.615	4.29	-5.6	-0.15	0.289	0.342
O	-3.959	1.252	-3.255	0.527	0.155	0.032
O	20.989	1.248	-3.482	-0.21	-0.403	0.136
O	10.264	-0.5	27.159	-0.378	0.016	-0.283
O	18.044	-6.505	-0.009	0.294	-0.405	-0.274
O	6.161	3.287	0.198	0.411	-0.303	-0.543
O	-13.452	6.475	-2.348	-0.36	-0.706	0.238
O	5.2	5.559	25.497	-0.364	-0.397	0.491
O	-6.88	7.918	-4.396	-0.195	-0.028	-0.164
O	23.049	-1.413	-0.052	-0.111	0.153	-0.513
O	6.652	-1.163	0.09	-0.554	-0.287	-0.347
O	14.674	-2.439	0.157	0.295	0.425	0.32
O	23.284	3.773	-0.034	0.136	-0.02	-0.17
O	-10.324	4.543	-2.67	-0.128	0.101	-0.467
O	-13.787	-6.01	-2.112	0.186	0.52	0.025
O	6.358	1.04	-3.931	0	-0.56	0.179
O	28.273	6.797	-4.317	0.132	-0.209	-0.395
O	31.421	4.704	25.459	-0.2	-0.289	-0.526
O	-23.397	2.856	-1.979	0.236	0.031	0.157
O	-3.04	-2.053	0.653	0.567	0.107	-0.285
O	5.249	5.851	-2.023	0.197	-0.143	0.484
O	-17.978	6.068	0.167	0.724	0.002	-0.159
O	-28.904	7.051	0.309	-0.763	0.337	-0.158
O	-30.266	8.014	26.638	-0.259	0.129	-0.195
O	-6.718	4.262	-0.772	-0.015	0.176	0.621
O	21.58	-5.601	-2.094	0.312	0.018	-0.212
O	15.427	-1.576	-4.23	0.088	-0.426	-0.501
O	23.534	-2.718	-2.273	-0.347	-0.288	-0.293
O	20.757	3.755	-4.442	-0.147	0.247	0.208
O	-31.357	1.493	-1.472	-0.013	-0.524	0.202
O	-15.492	-0.649	-3.569	0.029	-0.328	0.282
O	-31.508	-7.337	0.045	0.557	-0.221	-0.276
O	5.788	-7.996	-2.725	0.64	-0.195	0.017
O	21.377	5.177	-1.06	-0.126	-0.143	0.462
O	26.208	-7.799	-2.448	-0.184	-0.348	0.397
O	-20.283	-4.434	-1.291	0.225	0.16	0.308
O	26.679	7.849	24.146	0.518	-0.115	-0.056
O	21.422	7.242	-2.602	0.204	0.258	0.096
O	20.441	-6.718	25.242	-0.302	-0.158	0.439
O	25.901	3.821	-1.229	-0.121	0.047	0.332
O	-6.969	5.223	-4.707	-0.709	-0.187	-0.378
O	30.331	5.913	-0.567	-0.051	-0.413	-0.188
O	28.812	-7.436	-2.749	0.201	0.399	-0.068
O	-30.875	4.508	-0.256	0.162	0.359	-0.193
O	20.635	-0.171	-5.465	0.148	0.2	-0.318
O	-16.26	-3.263	-1.896	0.317	0.002	0.09
O	-31.066	-1.773	-0.999	0.281	-0.13	-0.51
O	30.195	6.936	26.093	-0.233	-0.408	-0.28
O	-29.316	2.691	-2.577	-0.412	0.057	-0.201
O	-20.889	7.31	-2.526	0.17	-0.016	0.326
O	30.622	-0.254	26.113	-0.064	-0.406	0.316
O	12.152	7.33	-1.353	0.231	0.341	0.19
O	-28.976	1.447	-0.275	0.065	-0.106	-0.226
O	19.592	2.99	-2.151	-0.213	0.46	-0.089
O	-19.061	-8.082	1.039	0.114	0.127	-0.692
O	-2.548	-0.918	-2.627	-0.014	-0.25	0.516
O	-22.075	5.295	25.902	-0.778	-0.153	-0.561
O	-9.43	-5.71	-0.001	0.253	0.193	-0.184
O	-29.559	-3.037	0.738	0.184	0.481	-0.106
O	-20.477	-0.049	-4.595	-0.577	-0.126	-0.389
O	5.579	-2.943	26.398	-0.091	0.489	-0.201
O	17.13	-5.439	-2.308	-0.195	0.486	-0.124
O	1.501	-1.629	27.569	0.535	0.284	0.392
O	-5.094	-0.11	0.895	0.063	0.2	-0.028
O	31.25	1.323	-1.976	-0.437	-0.041	-0.434
O	-15.084	1.872	-4.164	0.429	0.019	0.11
O	-15.727	3.387	-0.31	-0.083	0.43	-0.225
O	15.764	0.948	-4.669	0.033	0.066	-0.005
O	-22.273	-5.93	-2.055	-0.451	-0.531	0.213
O	18.249	3.276	24.429	-0.038	0.396	0.219
O	-23.681	-4.114	26.112	0.156	0.149	-0.049
O	-15.31	-0.499	24.757	0.857	0.025	0.053
O	16.611	5.379	-3.224	0.098	-0.342	0.282
O	-19.633	5.565	26.7	-0.067	-0.505	0.388
O	-28.696	-6.91	25.173	0.414	0	-0.42
O	0.004	-5.638	-2.003	0.488	0.439	-0.055
O	5.972	3.348	-2.713	0.394	0.122	0.366
O	-7.41	-7.408	0.197	-0.27	-0.305	-0.497
O	-9.436	-5.058	26.641	0.32	0.364	-0.187
O	-29.037	6.842	24.54	-0.536	-0.397	0.124
O	-20.441	2.419	27.111	-0.336	0.004	-0.39
O	-3.186	0.327	26.873	-0.146	0.343	-0.138
O	-1.858	6.084	-3.178	0.207	0.149	-0.155
O	-11.329	6.591	27.062	0.441	0.222	0.429
O	-3.971	-4.052	-0.685	0.146	-0.414	-0.281
O	2.499	-2.868	1.047	0.19	-0.041	-0.571
O	-10.674	5.502	1.559	-0.025	-0.091	0.37
O	32.008	-5.32	-3.687	-0.539	0.149	-0.511
O	-11.963	-6.424	-0.177	0.059	-0.412	0.231
O	28.262	3.788	24.618	-0.17	0.337	0.093
O	-8.726	2.688	-1.578	-0.114	-0.185	0.241
O	-1.656	3.669	-3.706	-0.182	-0.69	0.23
O	22.645	-0.807	-3.803	-0.26	0.2	0.39
O	-6.952	1.714	0.122	-0.536	-0.048	-0.208
O	30.028	-4.187	-1.981	-0.235	0.186	-0.369
O	-32.467	6.705	26.358	0.464	0.026	-0.015
O	-4.876	3.632	-4.036	0.338	0.3	-0.062
O	25.744	1.249	24.341	-0.034	0.13	0.247
O	-0.205	-1.545	-4.095	0.141	-0.41	0.37
O	-6.174	-2.593	-1.1	0.276	0.098	0.437
O	25.699	0.841	-4.687	0.386	0.135	-0.265
O	-11.925	-5.251	27.642	0.179	0.079	0.318
O	-4.372	3.142	24.802	-0.12	-0.456	0.073
O	-32.403	-0.755	-3.082	0.358	0.208	0.082
O	-17.358	2.724	-2.335	-0.294	-0.142	-0.089
O	-22.695	7.406	-0.584	-0.018	0.471	-0.311
O	-18.372	-4.224	-3.194	0.019	-0.363	-0.238
O	19.062	-2.745	0.847	-0.178	0.149	-0.536
O	24.416	2.75	27.534	-0.525	0.252	0.488
O	12.126	-1.881	-0.12	-0.101	-0.141	-0.165
O	20.31	7.36	-0.183	0.077	-0.062	-0.289
O	12.069	-5.567	-5.024	-0.028	-0.241	0.545
O	8.965	4.46	-4.146	-0.126	-0.044	0.141
O	-0.117	-0.172	-1.902	0.114	-0.082	-0.232
O	-5.844	-5.031	-2.103	0.279	-0.701	-0.256
O	-19.549	0.037	26.518	-0.335	-0.232	-0.292
O	18.755	6.44	23.977	-0.166	-0.488	-0.026
O	-1.035	1.106	0.179	0.002	-0.182	-0.296
O	14.539	7.801	-2.482	0.308	0.104	-0.661
O	32.294	-3.068	-2.214	0.487	0.105	-0.271
O	3.887	4.512	-3.738	-0.242	0.386	-0.114
O	23.976	-5.671	24.27	-0.092	0.183	0.047
O	3.881	7.91	-1.018	0.52	0.363	0.088
O	2.129	-7.754	0.689	0.324	0.11	-0.12
O	-18.695	-3.505	25.718	0.268	-0.092	0.437
O	12.825	-6.568	-2.334	0.167	-0.029	-0.069
O	4.398	-4.77	0.522	-0.138	-0.269	-0.158
O	-18.87	4.064	-4.211	0.153	0.109	-0.42
O	0.17	-5.879	0.596	-0.027	0.095	0.017
O	-13.67	-5.886	-4.723	-0.185	0.266	0.022
O	7.971	-8.108	0.737	-0.126	0.377	-0.411
O	27.719	-3.793	-0.521	-0.074	-0.438	-0.611
O	-13.525	2.607	0.927	0.209	0.491	-0.15
O	25.699	1.539	0.056	-0.218	-0.44	-0.221
O	-17.185	-2.121	24.086	-0.097	0.027	-0.074
O	11.769	-6.171	-0.103	0.337	-0.147	-0.047
O	8.978	0.058	-0.327	0.07	0.405	-0.508
O	-26.034	1.815	25.137	-0.267	-0.069	-0.072
O	-24.725	0.646	-1.5	-0.352	0.383	0.426
O	-18.607	2.231	25.233	-0.358	0.201	0.163
O	23.252	5.378	26.181	-0.188	0.024	0.202
O	13.702	-1.797	-2.222	0.414	0.503	0.084
O	23.831	5.123	-2.233	-0.273	0.036	-0.451
O	31.839	-0.83	-0.669	-0.009	0.04	0.623
O	-25.567	-7.423	-4.765	-0.117	0.204	0.308
O	19.09	5.994	-2.088	-0.145	-0.307	-0.157
O	-26.85	-0.564	-2.335	-0.029	0.408	0.065
O	20.641	-4.821	0.218	-0.086	-0.145	-0.337
O	-11.371	2.285	-1.971	-0.485	0.399	0.426
O	-30.453	3.349	-5.215	-0.15	0.04	-0.076
O	29.58	3.364	26.832	-0.346	0.367	0.301
O	16.559	5.348	0.871	0.177	-0.078	-0.541
O	-22.679	-4.321	0.012	0.046	-0.24	-0.41
O	-21.157	-4.348	25.557	0.221	-0.343	0.105
O	-13.51	-2.709	1.017	-0.169	-0.264	-0.387
O	31.812	2.169	26.294	0.376	0.026	-0.341
O	20.355	1.664	-0.006	0.166	-0.188	-0.355
O	-19.832	0.34	-2.09	0.322	0.464	0.121
O	-1.137	-7.731	-3.131	0.179	-0.219	-0.171
O	28.649	1.309	25.335	0.001	-0.071	-0.013
O	-22.366	0.555	-2.752	-0.056	-0.201	-0.467
O	20.783	-4.702	-4.435	0.458	0.464	-0.038
O	22.717	-6.609	0.011	0.045	-0.329	-0.459
O	27.921	-5.005	-5.183	0.227	-0.665	-0.004
O	29.64	-4.678	27.046	0.066	-0.12	0.274
O	20.752	5.116	26.726	0.149	-0.137	-0.382
O	-28.356	-4.35	-4.479	0.261	-0.156	-0.331
O	31.406	-7.945	-0.96	-0.529	0.159	0.479
O	22.685	6.853	-4.949	0.012	-0.314	0.215
O	-12.609	0.492	-0.408	-0.136	-0.629	-0.024
O	29.902	-5.004	0.411	-0.022	-0.3	-0.282
O	-13.754	6.538	26.091	-0.716	0.36	-0.09
O	-32.027	0.15	25.602	0.196	0.299	-0.101
O	17.307	-0.923	0.027	0.064	0.001	-0.486
O	-3.508	7.859	-4.089	-0.274	-0.443	0.131
O	-0.649	-0.325	27.025	0.418	0.086	-0.777
O	30.563	6.928	-2.981	0.304	-0.378	-0.222
O	9.497	-5.345	26.665	-0.127	-0.23	-0.429
O	8.653	-4.965	-1.67	-0.586	-0.595	0.003
O	28.08	2.652	-0.497	0.426	-0.22	-0.262
O	23.031	-4.103	-0.247	0.234	0.015	0.035
O	-5.037	-6.595	-5.084	0.164	0.71	0.11
O	12.447	-1.524	26.11	0.204	-0.173	-0.024
O	-29.37	0.009	-2.431	-0.185	-0.152	0.11
O	-9.198	5.468	-0.582	0.166	-0.067	0.022
O	-15.674	-1.57	0.09	-0.181	0.719	-0.289
O	-29.516	7.087	-2.213	-0.701	0.219	-0.01
O	-0.146	4.873	-5.539	-0.248	0.469	-0.017
O	12.788	-1.111	-4.598	-0.22	0.266	0.105
O	-2.745	8.107	1.064	-0.298	0.196	0.358
O	-24.526	-7.899	0.871	0.113	-0.035	-0.371
O	-26.207	-6.045	0.082	0.272	0.044	-0.083
O	-27.237	-5.024	-2.162	0.208	-0.152	-0.061
O	-10.188	-2.581	-2.093	-0.67	-0.023	-0.121
O	-20.659	5.921	-0.31	-0.237	-0.144	0.668
O	27.82	-0.469	-3.52	0.062	-0.074	0.433
O	-31.971	-7.359	-5.204	-0.504	-0.081	-0.155
O	-10.545	-0.104	-1.992	0.098	0.121	-0.322
O	-7.254	-5.695	-4.237	-0.629	0.219	-0.334
O	27.945	-0.869	27.268	-0.188	0.387	-0.114
O	-17.707	-3.337	0.279	-0.183	-0.234	-0.177
O	0.636	-0.983	0.438	-0.323	-0.329	0.049
O	32.297	3.584	-1.373	-0.489	-0.129	0.117
O	26.332	-1.951	-5.587	-0.225	0.395	0.547
O	-24.147	5.408	27.358	0.032	0.141	-0.279
O	32.095	-6.042	1.436	-0.079	-0.002	-0.165
O	-17.476	1.466	0.007	-0.479	-0.647	-0.311
O	-32.213	-2.473	25.77	-0.366	-0.318	-0.233
O	-24.914	-0.165	26.507	0.37	0.278	0.651
O	-20.001	-2.227	-2.597	-0.075	-0.001	-0.253
O	7.057	3.099	-5.402	-0.193	0.118	-0.088
O	-21.009	-6.388	0.236	-0.267	-0.109	-0.164
O	-14.466	-7.19	0.125	-0.168	-0.313	-0.25
O	-32.574	6.225	-1.451	0.324	0.37	-0.03
O	-16.217	-5.4	0.979	-0.103	0	-0.298
O	0.846	3.478	25.828	0.093	-0.134	-0.118
O	-6.233	2.205	-2.326	-0.001	-0.58	-0.065
O	8.273	-2.967	26.178	-0.178	0.598	-0.627
O	-9.206	-1.335	0.003	-0.133	0.059	0.043
O	16.382	-4.449	0.009	0.633	0.251	-0.291
O	-6.346	-4.539	0.505	-0.099	-0.445	-0.075
O	-12.493	6.664	0.149	-0.446	-0.151	0.018
O	-23.222	-6.052	-4.475	-0.112	0.245	0.302
O	9.757	-0.594	-3.766	0.504	-0.08	0.125
O	-14.584	5.924	-4.556	0.096	-0.22	-0.014
O	11.948	4.862	-0.251	0.187	0.048	-0.404
O	11	2.564	26.645	-0.605	0.313	-0.185
O	27.019	2.698	26.757	0.015	-0.537	0.182
O	-5.346	-0.85	-2.766	-0.045	0.119	0.085
O	-16.299	-4.345	25.329	0.05	0.276	0.644
O	-23.804	-3.126	-4.686	0.734	-0.132	0.063
O	-12.752	-7.464	26.697	0.14	-0.047	-0.284
O	6.647	-6.796	24.478	0.363	0.52	0.286
O	-7.288	2.418	27.65	0.231	-0.48	0.354
O	-21.834	2.679	23.541	0.147	0.027	0.549
O	-24.472	-1.846	-2.307	0.682	-0.304	0.259
O	-19.694	-6.827	24.4	-0.407	0.075	0.517
O	-15.973	-5.387	-3.481	-0.425	-0.308	-0.29
O	-1.327	-3.902	-0.46	0.046	0.573	-0.226
O	-13.135	0.501	-2.908	0.193	-0.216	-0.374
O	-16.841	6.504	-5.536	0.026	0.105	-0.423
O	-18.93	4.684	-1.753	-0.149	-0.025	-0.243
O	9.913	6.545	-0.129	-0.282	-0.179	-0.178
O	-21.526	7.075	-5.132	-0.204	0.315	-0.199
O	-32.426	2.465	-3.691	0.08	-0.258	-0.4
O	-2.486	-4.711	26.933	-0.463	0.053	0.047
O	27.125	-5.401	-2.7	0.389	0.273	0.428
O	-4.878	7.522	26.684	-0.448	-0.093	0.201
O	-0.785	6.613	0.239	-0.298	0.325	-0.204
O	13.411	2.2	-4.897	-0.045	0.117	0.246
O	18.298	7.003	-4.324	0.317	0.761	-0.215
O	24.101	-2.736	-4.776	-0.438	-0.314	-0.355
O	10.404	6.329	-5.201	-0.038	-0.059	0.131
O	25.721	7.428	-4.772	-0.185	0.021	-0.697
O	5.538	0.704	26.767	-0.067	0.022	0.046
O	8.861	-2.545	-0.458	0.89	0.171	0.088
O	-9.381	-6.723	24.644	-0.176	-0.232	0.252
O	-0.745	-6.502	26.165	0.421	0.394	-0.008
O	-6.657	-3.035	-3.629	0.233	-0.027	-0.372
O	3.597	-0.907	26.145	0.083	0.178	0.335
O	22.244	3.113	-2.365	0.453	-0.452	-0.33
O	7.693	-1.249	-2.335	-0.626	0.172	-0.106
O	10.015	-7.829	27.285	-0.155	-0.012	-0.082
O	3.719	2.928	-0.517	0.137	0.292	-0.129
O	25.548	-6.314	-4.538	-0.211	0.155	-0.199
O	21.603	-7.136	-4.285	-0.056	0.106	-0.377
O	17.963	-0.53	-4.58	0.016	0.225	0.161
O	26.598	5.121	-5.481	-0.165	0.108	0.13
O	19.654	-2.499	-5.01	0.505	0.061	0.67
O	-28.679	5.141	-3.679	-0.033	-0.162	-0.466
O	-21.423	4.459	-4.985	-0.03	0.051	0.176
O	-27.084	6.312	-1.398	0.186	0.237	-0.093
O	-11.442	-3.976	0.14	0.298	0.329	-0.231
O	25.286	-2.812	-0.262	0.192	0.084	-0.448
O	-7.779	0.605	25.703	0.044	-0.63	0.336
O	17.058	7.583	-1.901	0.361	0.208	0.043
O	-5.816	6.713	-0.078	0.313	-0.24	-0.054
O	-7.852	-7.175	26.759	-0.115	-0.46	-0.278
O	24.154	0.451	26.244	-0.593	0.011	0.052
O	15.39	0.935	-0.179	0.007	-0.335	-0.357
O	10.608	5.629	-2.511	-0.075	0.072	0.041

Results
total energy: -389951.248 eV
total energy less fixed offsets of O -438.25, Si -107.07 eV per atom: 8.052 eV
